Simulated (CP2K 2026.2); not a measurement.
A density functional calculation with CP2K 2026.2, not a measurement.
Periodic cell of 2016 atoms, Si1440O576, from a study of silicon, its oxide and their interface. The atomic structure is a simulated model.
Doubt: the forces sum to 5.10 eV/angstrom along one axis rather than to zero, so they err by at least 0.0025 eV/angstrom per atom on average; the grid cutoff is modest.

Settings: functional PBE; method Gaussian and plane waves; basis set DZVP-MOLOPT-SR-GTH; pseudopotentials GTH-PBE; grid cutoff 350 Ry, relative cutoff 50 Ry; k points Gamma only; occupations fixed; spin none; net charge 0.

Cell vectors (angstrom)
a	65.28	0	0
b	0	16.32	0
c	7.9971	7.8838	33.2481

Atoms and the computed forces on them: element, x, y, z (angstrom), force x, y, z (eV/angstrom)
Si	9.72	22.567	33.246	-0.285	0.164	0.727
Si	4.351	1.264	0.057	-0.358	0.144	0.653
Si	9.008	12.041	33.004	0.198	-0.061	0.726
Si	12.262	14.35	33.241	-0.167	0.07	0.671
Si	1.024	9.729	0.157	0.107	-0.106	0.696
Si	3.875	12.367	0.049	0.192	-0.163	0.668
Si	14.464	23.101	33.173	0.334	-0.328	0.695
Si	17.71	8.856	33.135	-0.083	0.204	0.692
Si	6.452	4.232	0.035	0.202	0.016	0.662
Si	17.304	14.936	33.167	0.125	-0.215	0.695
Si	7.028	9.235	0.014	-0.183	0.094	0.718
Si	66.411	20.239	33.175	-0.039	-0.209	0.765
Si	60.95	15.147	0.183	0.145	-0.145	0.736
Si	63.448	1.667	0.048	0.193	-0.146	0.708
Si	61.31	3.988	0.068	-0.208	0.128	0.7
Si	63.527	7.233	0.134	0.391	-0.517	0.649
Si	61.176	9.381	0.143	-0.28	0.391	0.642
Si	64.045	11.856	0.16	0.014	0.229	0.687
Si	2.72	16.365	1.275	0.007	0.008	-0.063
Si	5.393	2.755	1.486	0.016	0.022	-0.04
Si	2.556	5.369	1.189	0.015	-0.025	-0.047
Si	5.426	8.059	1.278	0.014	0.008	-0.044
Si	2.663	10.865	1.371	-0.013	0.013	-0.052
Si	5.43	13.584	1.304	0.036	-0.005	-0.074
Si	8.13	16.237	1.26	-0.013	-0.019	-0.046
Si	59.694	2.738	1.236	0.03	-0.018	-0.048
Si	8.135	5.424	1.197	-0.001	0	-0.036
Si	59.62	8.179	1.378	-0.026	0	-0.03
Si	8.041	10.709	1.558	-0.023	-0.046	-0.019
Si	59.694	13.626	1.414	0.028	-0.011	-0.052
Si	62.476	16.365	1.42	-0.003	-0.005	-0.039
Si	65.194	2.693	1.241	-0.048	0.028	-0.081
Si	62.504	5.501	1.363	0.016	0.009	-0.018
Si	65.165	8.196	1.483	0.01	0.013	-0.039
Si	62.416	10.868	1.484	-0.015	0.013	-0.03
Si	65.276	13.576	1.249	0.02	0.019	-0.072
Si	1.282	1.339	2.615	0.011	0.019	0.008
Si	3.907	4.074	2.696	-0.011	0.046	-0.008
Si	1.309	6.764	2.662	0.022	-0.021	0.006
Si	4.055	9.454	2.634	0.005	0.012	-0.007
Si	1.302	12.247	2.723	-0.008	-0.019	0.018
Si	4.062	14.965	2.667	-0.015	-0.012	0.036
Si	6.84	1.337	2.68	0.01	-0.003	0.006
Si	9.505	4.026	2.547	0.008	-0.005	-0.004
Si	6.802	6.742	2.662	0.011	-0.002	0.03
Si	9.629	9.42	2.683	0.039	-0.013	0.008
Si	6.706	12.209	2.744	-0.021	0.018	0.031
Si	58.267	15.001	2.649	0.005	0.026	0.043
Si	61.061	1.419	2.698	-0.027	0.029	0.04
Si	63.894	4.11	2.659	-0.001	-0.014	0.047
Si	61.043	6.797	2.692	0.029	0.011	0.006
Si	63.773	9.51	2.842	0.034	0.017	0.044
Si	61.084	12.286	2.754	-0.024	-0.012	0.027
Si	63.904	14.948	2.633	-0.003	-0.028	0.021
Si	65.228	16.311	4.013	-0.004	-0.003	0.021
Si	2.613	2.681	4.044	-0.003	0.003	0.01
Si	65.236	5.429	4.055	-0.014	-0.002	-0.002
Si	2.685	8.126	4.013	-0.019	-0.005	0.013
Si	65.206	10.895	4.091	-0.004	0.02	-0.002
Si	2.686	13.613	4.046	-0.018	0.014	-0.003
Si	5.437	16.308	4.025	0.001	-0.026	0.004
Si	8.179	2.713	4.008	0.003	0	0.011
Si	5.371	5.421	4.006	-0.003	-0.009	-0.021
Si	8.192	8.088	4.019	-0.009	-0.011	-0.019
Si	5.355	10.83	4.053	-0.006	0.006	0.004
Si	8.12	13.548	4.058	0.003	0.008	0.019
Si	59.69	16.346	4.008	0.003	-0.013	-0.003
Si	62.482	2.76	4.016	0.023	-0.013	-0.007
Si	59.692	5.413	4.004	-0.012	-0.012	0.009
Si	62.408	8.118	4.111	0.007	-0.015	0.009
Si	59.736	10.899	4.092	0.012	-0.029	-0.017
Si	62.505	13.641	4.036	0.006	0.013	-0.001
Si	66.647	14.98	16.286	0.016	0.005	-0.016
Si	4.064	17.704	16.313	-0.007	0.001	-0.016
Si	66.619	4.072	16.317	0.001	0.008	-0.002
Si	4.01	6.77	16.286	-0.011	-0.004	-0.008
Si	66.582	9.506	16.288	-0.003	-0.019	-0.01
Si	4.059	12.247	16.277	0.016	-0.007	-0.005
Si	6.78	15.005	16.264	-0.006	0.008	-0.005
Si	58.427	17.632	16.292	-0.003	-0.008	-0.014
Si	6.791	4.072	16.316	-0.002	0.003	-0.003
Si	58.507	6.81	16.286	0.006	0.014	-0.012
Si	6.766	9.506	16.276	0.005	-0.007	0
Si	58.462	12.246	16.332	-0.003	-0.003	0
Si	61.171	14.936	16.31	-0.005	-0.006	-0.004
Si	63.908	17.706	16.303	0.013	0.012	-0.007
Si	61.198	4.1	16.304	0.005	0.021	-0.002
Si	63.878	6.799	16.289	0.005	0.017	0.001
Si	61.184	9.52	16.301	0.004	0.003	-0.012
Si	63.884	12.231	16.308	-0.018	-0.015	-0.01
Si	67.964	16.373	17.677	0.001	0.002	0.013
Si	5.449	19.035	17.697	-0.009	-0.004	-0.007
Si	67.979	5.402	17.708	0.008	0.021	0.018
Si	5.349	8.158	17.61	0.005	0.001	-0.014
Si	67.974	10.86	17.614	0	-0.003	-0.016
Si	5.412	13.662	17.599	0.002	-0.005	0.015
Si	8.128	16.33	17.688	-0.004	0.002	0.003
Si	59.796	19.019	17.563	-0.021	-0.009	-0.005
Si	8.133	5.434	17.7	0.013	-0.002	0.012
Si	59.87	8.139	17.681	-0.002	-0.001	-0.015
Si	8.188	10.867	17.572	0.002	-0.002	0.012
Si	59.795	13.609	17.709	-0.001	-0.005	-0.003
Si	62.548	16.316	17.615	-0.016	0	0.003
Si	65.26	19.058	17.704	0.013	-0.017	-0.015
Si	62.544	5.468	17.703	-0.023	0.006	0.005
Si	65.202	8.163	17.662	0.006	0.009	0.016
Si	62.5	10.888	17.685	0.011	-0.012	0.008
Si	65.294	13.595	17.611	0.002	0.012	-0.004
Si	66.609	17.714	19.104	0.009	0.014	0.001
Si	69.377	20.358	19.091	-0.025	0.012	-0.003
Si	66.563	6.787	19.001	-0.015	-0.002	-0.025
Si	69.3	9.514	19.009	0.003	-0.018	0.003
Si	66.623	12.204	18.966	-0.003	-0.004	-0.002
Si	69.355	15.03	19.002	0.024	0.004	-0.028
Si	6.826	17.712	19.095	0.003	-0.005	0.003
Si	58.441	20.37	18.902	0.003	-0.014	-0.019
Si	6.665	6.798	18.97	-0.019	-0.014	-0.02
Si	58.539	9.502	19.04	0.001	0.007	-0.026
Si	6.843	12.287	18.849	-0.003	0.025	-0.039
Si	9.474	14.963	19.055	0.004	-0.019	-0.008
Si	61.112	17.648	18.915	-0.019	-0.007	-0.019
Si	63.897	20.427	19.061	0.027	-0.005	-0.001
Si	61.19	6.803	19.115	0.014	0.012	0.003
Si	63.818	9.501	19.053	-0.006	-0.037	-0.035
Si	61.144	12.254	19.063	-0.005	-0.016	-0.019
Si	63.983	15.004	18.939	-0.005	0.019	0.005
Si	65.221	16.339	20.45	-0.024	0.014	0.07
Si	68.036	19.011	20.504	0.015	-0.016	0.045
Si	65.246	5.457	20.464	0.024	0.023	0.046
Si	67.894	8.162	20.369	-0.017	-0.008	0.035
Si	65.224	10.897	20.325	0.02	-0.008	0.057
Si	67.958	13.602	20.273	0.027	-0.026	0.032
Si	5.486	16.337	20.444	-0.031	-0.038	0.057
Si	8.202	19.071	20.469	0.017	0.001	0.06
Si	5.399	5.453	20.465	-0.005	0.001	0.034
Si	8.041	8.193	20.215	0.008	0.028	0.019
Si	5.462	10.975	20.159	0.01	-0.012	0.063
Si	8.159	13.524	20.371	-0.002	-0.022	0.061
Si	59.784	16.376	20.407	-0.004	0.026	0.045
Si	62.438	19.023	20.238	-0.034	0.013	0.039
Si	59.78	5.342	20.3	0.006	-0.011	0.043
Si	62.507	8.16	20.566	0.002	0.003	0.048
Si	59.84	10.846	20.484	0.006	0.01	0.047
Si	62.585	13.699	20.246	-0.013	0.009	0.043
Si	66.843	15.108	21.67	-0.349	-0.261	-0.613
Si	69.139	17.339	21.829	0.285	0.491	-0.607
Si	66.864	20.633	21.734	-0.129	-0.152	-0.732
Si	69.009	6.589	21.708	0.147	0.112	-0.785
Si	66.282	9.307	21.671	0.182	0.029	-0.781
Si	69.625	12.535	21.478	-0.02	-0.049	-0.77
Si	6.594	14.67	21.677	0.163	0.154	-0.723
Si	58.666	18.008	21.715	-0.071	-0.18	-0.681
Si	7.097	20.714	21.746	-0.25	-0.138	-0.745
Si	58.196	6.498	21.535	0.042	0.089	-0.664
Si	6.957	9.83	21.509	-0.039	-0.125	-0.734
Si	9.287	11.892	21.676	0.089	0.245	-0.699
Si	61.461	15.247	21.575	-0.152	-0.059	-0.742
Si	63.526	17.542	21.634	0.295	0.065	-0.642
Si	60.951	20.136	21.645	0.023	0.135	-0.69
Si	64.128	7.023	21.855	-0.212	-0.172	-0.749
Si	61.474	9.853	21.907	-0.345	-0.404	-0.62
Si	63.699	12.158	21.582	0.266	0.169	-0.668
Si	15.642	21.392	31.312	-0.058	-0.107	-0.137
Si	66.492	12.075	26.001	-0.07	-0.032	-0.128
Si	68.861	15.539	29.064	0.1	0.055	0.08
Si	70.872	16.922	27.378	-0.146	0.035	-0.065
Si	63.763	12.594	24.586	0.026	-0.104	-0.141
Si	16.239	10.715	31.186	-0.029	-0.037	-0.01
Si	57.298	16.166	23.758	0.002	0.063	-0.015
Si	67.942	18.675	30.973	-0.03	0.032	0.034
Si	11.168	21.713	27.326	0.051	-0.011	0.006
Si	65.476	10.353	28.141	-0.103	0	0.118
Si	66.122	8.538	30.228	0.03	-0.034	0.064
Si	65.865	15.912	24.188	0.172	-0.104	-0.005
Si	7.671	13.991	31.189	0	-0.039	-0.023
Si	12.936	17.697	28.216	0.088	-0.013	0.13
Si	69.5	20.509	29.024	-0.017	-0.075	0.025
Si	6.606	19.652	27.395	-0.047	0.065	0.053
Si	11.878	7.8	28.655	0.135	-0.048	0.097
Si	12.65	12.748	29.252	-0.023	0.009	0.037
Si	7.727	12.827	28.417	-0.015	0.096	0.06
Si	59.527	6.376	24.16	0.014	-0.074	0.052
Si	14.528	15.025	28.619	-0.038	-0.023	0.052
Si	62.316	21.913	23.935	-0.003	0.012	-0.133
Si	12.326	10.039	30.3	0.017	-0.033	0.065
Si	6.039	20.434	24.638	0.16	-0.013	-0.115
Si	68.092	10.831	23.682	-0.063	-0.088	-0.127
Si	9.247	7.647	26.129	-0.013	0.046	-0.067
Si	68.041	13.739	31.069	0.024	0.059	0.094
Si	69.378	18.204	24.906	0.029	-0.219	-0.108
Si	66.229	17.152	28.988	0.088	-0.056	0.02
Si	10.302	15.682	31.246	-0.1	0.015	0.195
Si	8.865	8.167	28.918	-0.053	0.039	0.028
Si	65.401	18.663	23.629	-0.065	0.024	-0.125
Si	9.131	20.074	29.042	0.021	0.002	0.032
Si	70.653	10.954	28.305	0.04	-0.021	0.107
Si	15.486	10.37	28.068	-0.016	0.065	-0.027
Si	61.623	10.356	24.927	0.017	-0.024	-0.177
Si	70.232	8.661	23.714	-0.071	0.005	-0.258
Si	70.857	21.589	31.431	-0.07	-0.086	0.132
Si	70.301	8.006	28.076	-0.072	0.063	0.053
Si	61.117	9.167	27.62	0.141	0.013	-0.07
Si	10.086	17.203	28.648	-0.049	-0.015	0.017
Si	13.694	18.984	31.06	-0.017	0.041	0.102
Si	15.304	18.675	26.845	0.106	-0.003	-0.016
Si	71.76	9.221	30.28	-0.099	0.054	0.046
Si	66.532	17.835	26.059	-0.063	-0.174	0.002
Si	8.044	15.411	26.939	0.06	-0.078	-0.088
Si	10.132	11.764	30.075	-0.065	0.112	0.07
Si	6.367	6.947	25.664	0.022	-0.039	0.085
Si	67.596	22.895	28.6	0.059	0.109	0.036
Si	8.363	22.337	30.737	0.102	-0.071	-0.052
Si	59.574	14.001	23.637	-0.012	-0.118	-0.137
Si	64.88	21.923	28.123	0.052	-0.008	-0.026
Si	68.272	12.967	28.239	0.126	-0.064	0.06
Si	15.398	12.966	26.413	-0.059	-0.058	0.059
Si	1.316	14.969	5.394	0.002	0.002	0.022
Si	4.041	1.342	5.371	0.001	-0.005	0.009
Si	66.573	4.06	5.419	0.007	0	0.006
Si	4.051	6.79	5.393	-0.004	0.003	0.003
Si	1.315	9.499	5.386	0	-0.005	0
Si	4.018	12.216	5.408	-0.003	0.002	0.001
Si	6.773	14.938	5.401	-0.007	0.001	0.006
Si	9.527	1.328	5.357	0.001	-0.004	-0.007
Si	6.76	4.052	5.351	0.002	-0.003	-0.005
Si	58.375	6.798	5.388	0.003	0.006	0.003
Si	6.801	9.483	5.358	0.001	0.017	-0.017
Si	58.364	12.275	5.401	-0.004	0.004	-0.004
Si	61.104	14.997	5.362	0.003	0.014	0.002
Si	63.847	1.367	5.36	-0.013	-0.005	0
Si	61.1	4.092	5.379	0.016	0.017	-0.003
Si	63.841	6.775	5.41	-0.014	0.001	0.012
Si	61.093	9.526	5.447	0.006	0.003	0.016
Si	63.846	12.27	5.422	0.001	-0.012	0.004
Si	2.685	16.315	6.754	-0.005	-0.013	0.003
Si	5.406	2.703	6.732	-0.001	-0.003	0.002
Si	2.684	5.426	6.75	0.006	-0.01	0.003
Si	5.426	8.148	6.743	-0.005	-0.013	-0.005
Si	2.663	10.86	6.767	-0.007	0.009	0
Si	5.405	13.573	6.753	0	0.003	0.006
Si	8.147	16.309	6.737	-0.003	-0.007	0.002
Si	59.751	2.72	6.738	-0.006	-0.007	-0.001
Si	57.044	5.428	6.763	0.002	0	-0.004
Si	59.738	8.147	6.777	0.012	0	-0.001
Si	57.049	10.897	6.783	0.003	-0.01	-0.002
Si	59.766	13.622	6.741	0.005	0	-0.003
Si	62.483	16.336	6.734	0.003	0.005	0.003
Si	65.205	2.703	6.76	0.002	0.004	0.003
Si	62.475	5.425	6.764	0.011	-0.005	0.006
Si	65.222	8.148	6.749	0.002	0.001	0.001
Si	62.489	10.891	6.771	-0.001	-0.005	0.001
Si	65.226	13.617	6.766	-0.003	0.012	-0.004
Si	66.593	17.674	8.111	0.003	0.006	-0.003
Si	4.052	4.067	8.106	0.003	0.007	-0.004
Si	66.596	6.79	8.108	0	-0.001	-0.01
Si	4.055	9.507	8.109	0.011	0.016	-0.005
Si	66.585	12.236	8.118	-0.007	-0.006	0.002
Si	4.044	14.944	8.112	-0.003	-0.002	-0.004
Si	6.775	17.667	8.097	-0.001	-0.004	-0.005
Si	58.419	4.08	8.127	0.006	0.011	-0.004
Si	6.78	6.778	8.103	0.006	0.007	0
Si	58.409	9.526	8.141	-0.002	-0.008	0.003
Si	6.779	12.215	8.105	0.006	0.004	-0.005
Si	58.416	14.98	8.11	0.005	-0.001	-0.003
Si	61.128	17.689	8.106	0.012	-0.002	0
Si	63.85	4.067	8.121	-0.012	-0.017	-0.003
Si	61.129	6.798	8.125	0.009	0.008	-0.002
Si	63.868	9.523	8.112	0.005	0.007	-0.001
Si	61.129	12.26	8.117	-0.002	-0.003	-0.006
Si	63.855	14.98	8.109	0.001	-0.005	-0.002
Si	65.231	16.32	9.478	-0.006	0.002	0.001
Si	2.683	2.713	9.466	-0.002	-0.001	0.001
Si	65.235	5.428	9.467	-0.002	0.005	0
Si	2.686	8.149	9.47	0.004	-0.002	-0.005
Si	65.23	10.877	9.483	-0.003	0.006	0.001
Si	2.678	13.59	9.477	-0.001	-0.004	-0.001
Si	5.412	16.309	9.463	0.002	-0.008	0.001
Si	57.076	2.718	9.505	0.002	0.002	-0.007
Si	5.412	5.429	9.469	0.005	-0.005	0.001
Si	57.083	8.161	9.526	0.004	-0.01	0.002
Si	5.412	10.866	9.477	-0.001	-0.003	0.005
Si	57.087	13.614	9.499	0.007	-0.004	-0.002
Si	59.786	16.324	9.482	0.007	0.001	0
Si	62.499	2.71	9.485	0.004	0.01	0.006
Si	59.786	5.433	9.496	0.004	0.002	0.001
Si	62.507	8.159	9.47	0.001	-0.005	0.002
Si	59.788	10.887	9.483	0.004	-0.005	-0.001
Si	62.506	13.611	9.476	0	0.004	0.001
Si	66.597	14.957	10.837	-0.003	-0.002	0
Si	4.049	17.673	10.826	0.003	0	-0.003
Si	66.605	4.074	10.832	0.009	-0.002	-0.003
Si	4.048	6.79	10.835	0.002	0.001	-0.001
Si	66.605	9.515	10.834	-0.002	0.008	-0.004
Si	4.045	12.23	10.836	0.004	0.01	-0.001
Si	6.78	14.951	10.821	0.003	0.001	-0.003
Si	58.442	17.679	10.862	0.003	0	0.003
Si	55.744	4.073	10.904	0.006	0.014	0.001
Si	58.446	6.797	10.875	0.007	0.014	0.004
Si	55.733	9.522	10.895	0.006	-0.004	-0.002
Si	58.443	12.246	10.856	0	-0.001	-0.004
Si	61.155	14.968	10.849	-0.003	-0.003	0.004
Si	63.876	17.678	10.847	0	-0.001	0.005
Si	61.157	4.076	10.854	0.005	-0.005	0.003
Si	63.879	6.798	10.824	-0.002	0.006	-0.006
Si	61.159	9.526	10.836	0.007	0.004	0
Si	63.872	12.248	10.839	-0.004	-0.008	0.002
Si	67.967	16.319	12.194	0.003	-0.004	0.002
Si	5.407	19.039	12.189	0.005	0.003	0.001
Si	67.967	5.431	12.198	-0.002	0.007	0.004
Si	5.404	8.146	12.212	-0.001	0.009	0.005
Si	67.963	10.873	12.205	0.003	-0.002	0.003
Si	5.413	13.598	12.184	-0.004	-0.003	-0.004
Si	8.131	16.316	12.193	0.001	-0.006	-0.001
Si	59.812	19.032	12.223	0.004	0.011	-0.001
Si	57.103	5.438	12.257	0.004	-0.003	-0.002
Si	59.813	8.169	12.213	0.005	-0.008	0.003
Si	57.097	10.891	12.236	0.004	0.003	0.002
Si	59.808	13.597	12.215	-0.003	-0.008	-0.001
Si	62.523	16.319	12.219	0.005	0.001	0.003
Si	65.251	19.037	12.201	0	0.005	0.002
Si	62.534	5.44	12.198	0.006	0.011	-0.001
Si	65.241	8.152	12.19	0.001	-0.005	-0.002
Si	62.52	10.88	12.201	-0.005	0	0.001
Si	65.238	13.602	12.207	-0.002	0	0.002
Si	66.618	17.682	13.567	0.005	-0.003	0
Si	4.055	4.077	13.565	-0.007	0	-0.002
Si	66.594	6.787	13.554	0.002	0.011	-0.004
Si	4.037	9.507	13.574	0.003	-0.002	0.009
Si	66.604	12.243	13.567	-0.003	-0.001	0.008
Si	4.061	14.965	13.551	0.012	-0.004	0.002
Si	6.771	17.688	13.551	-0.006	0.001	-0.003
Si	58.469	4.068	13.598	0.01	-0.004	0.003
Si	6.771	6.783	13.573	0.01	-0.008	0
Si	58.462	9.53	13.584	-0.005	0.007	0.002
Si	6.768	12.238	13.549	-0.006	0.004	0
Si	9.496	14.962	13.554	-0.004	0.003	0
Si	61.174	17.681	13.594	-0.003	0	0.011
Si	63.9	4.085	13.564	0.004	0.001	-0.001
Si	61.184	6.809	13.557	0.005	0.002	-0.003
Si	63.89	9.52	13.554	0	-0.001	-0.001
Si	61.167	12.233	13.576	0.006	-0.007	0
Si	63.887	14.961	13.585	-0.005	0.003	0.007
Si	65.259	16.33	14.938	-0.003	-0.004	0.003
Si	67.977	19.046	14.937	0.011	0.002	0.002
Si	65.254	5.434	14.945	0.002	-0.005	-0.002
Si	67.939	8.14	14.924	-0.005	-0.01	-0.002
Si	65.239	10.879	14.927	0.005	0.002	0.003
Si	67.983	13.607	14.912	0.001	0.011	-0.007
Si	5.405	16.348	14.917	-0.003	0	-0.009
Si	8.132	19.031	14.934	-0.005	-0.004	0.001
Si	5.413	5.425	14.945	0.002	0.004	0.006
Si	8.138	8.14	14.934	0.001	0.003	0.001
Si	5.413	10.877	14.917	0.002	0.012	0
Si	8.122	13.613	14.903	0.001	-0.005	-0.002
Si	59.816	16.298	14.943	-0.013	-0.007	-0.001
Si	62.549	19.057	14.936	0.005	0.005	-0.003
Si	59.847	5.445	14.925	0	-0.001	0.003
Si	62.535	8.166	14.924	-0.009	-0.001	-0.001
Si	59.813	10.884	14.957	0.001	-0.005	-0.003
Si	62.526	13.585	14.939	-0.004	-0.003	0.001
Si	18.183	14.859	0.017	-0.319	0.061	0.626
Si	20.736	0.968	0.188	-0.15	0.299	0.723
Si	17.758	4.227	0.443	0.072	-0.242	0.602
Si	20.72	6.552	0.081	-0.134	0.162	0.727
Si	17.379	9.736	0.309	-0.011	0.09	0.6
Si	20.169	12.498	0.283	0.041	0.018	0.713
Si	23.003	15.12	0.31	0.109	-0.126	0.645
Si	26.204	1.219	0.36	-0.156	0.031	0.584
Si	30.887	12.133	33.186	0.278	-0.12	0.678
Si	33.76	15.004	33.19	0.119	-0.299	0.732
Si	23.491	9.319	0.045	-0.158	0.146	0.763
Si	9.165	12.119	0.171	0.439	-0.093	0.639
Si	19.939	22.967	33.196	0.186	-0.033	0.665
Si	22.779	9.553	33.126	0.134	-0.292	0.702
Si	12.498	3.812	0.081	-0.129	0.033	0.682
Si	23.387	14.256	33.224	-0.465	0.408	0.525
Si	20.505	17.204	32.993	0.054	-0.094	0.751
Si	23.302	19.853	33.218	-0.102	0.176	0.684
Si	19.185	16.253	1.581	0.004	-0.01	-0.056
Si	21.814	2.711	1.357	-0.01	-0.015	-0.045
Si	19.233	5.519	1.607	0.057	0.03	-0.023
Si	21.87	8.173	1.331	0.027	0.006	-0.024
Si	18.982	10.931	1.52	0.026	-0.017	-0.041
Si	21.792	13.587	1.576	-0.019	0.006	-0.044
Si	24.565	16.349	1.52	-0.007	-0.008	-0.057
Si	10.862	2.59	1.226	-0.012	-0.007	-0.039
Si	24.607	5.402	1.173	0.013	0.024	-0.034
Si	11.003	8.098	1.192	-0.007	0.013	-0.066
Si	24.611	10.936	1.331	0.008	-0.006	-0.053
Si	10.82	13.462	1.244	-0.021	0.015	-0.021
Si	13.595	16.321	1.163	-0.004	-0.002	-0.068
Si	16.369	2.623	1.391	-0.03	-0.019	-0.064
Si	13.697	5.373	1.32	-0.001	0.005	-0.033
Si	16.202	8.112	1.442	-0.005	-0.045	0.03
Si	13.674	10.796	1.222	0.002	-0.019	-0.053
Si	16.433	13.662	1.181	0.029	-0.005	-0.05
Si	17.71	1.292	2.771	0.023	0.033	0.022
Si	20.512	4.024	2.832	0.008	-0.014	0.04
Si	17.72	6.864	2.789	-0.045	0.004	0.002
Si	20.458	9.519	2.705	-0.008	-0.028	0.003
Si	17.633	12.328	2.785	-0.02	0.029	0.035
Si	20.482	14.928	2.967	-0.01	-0.017	0.036
Si	23.186	1.422	2.797	-0.022	0.005	0.026
Si	25.907	4.113	2.742	-0.048	0.025	-0.016
Si	23.249	6.758	2.661	0.028	-0.013	0.019
Si	25.986	9.568	2.701	-0.017	-0.019	0.045
Si	23.216	12.192	2.771	0.014	-0.008	0.016
Si	9.461	14.845	2.635	0.025	0.009	0.019
Si	12.243	1.293	2.635	0.004	0	0.012
Si	15.024	4.029	2.739	-0.019	-0.012	0.031
Si	12.277	6.738	2.631	-0.008	-0.022	0.003
Si	14.864	9.469	2.766	0.012	0.022	0.017
Si	12.264	12.163	2.572	-0.001	-0.013	0.04
Si	14.985	14.962	2.537	-0.012	-0.001	0.02
Si	16.304	16.253	4.049	-0.013	-0.03	-0.016
Si	19.065	2.689	4.122	0.002	0.017	-0.013
Si	16.366	5.426	4.087	0.005	-0.003	-0.003
Si	19.092	8.205	4.114	0.005	0.007	0.007
Si	16.278	10.877	4.066	0.012	0.006	-0.014
Si	19.034	13.579	4.203	0.012	-0.007	-0.007
Si	21.849	16.364	4.191	-0.01	0.006	0.004
Si	24.553	2.772	4.14	0.018	0.005	0.006
Si	21.89	5.432	4.104	0.017	0.02	-0.013
Si	24.587	8.167	4.035	-0.002	-0.014	-0.019
Si	21.818	10.845	4.095	-0.009	0	0.023
Si	24.519	13.569	4.172	-0.018	0.01	0.005
Si	10.855	16.246	3.975	0.002	-0.008	-0.015
Si	13.588	2.672	4.029	0.001	0.004	-0.006
Si	10.874	5.37	3.953	-0.012	0.003	0.006
Si	13.53	8.108	4.093	0.001	0.009	0.008
Si	10.917	10.849	4.023	-0.016	0.013	-0.011
Si	13.618	13.574	3.924	0.023	-0.014	0.005
Si	17.687	14.961	16.274	0.007	0.016	-0.024
Si	20.377	17.651	16.292	-0.008	-0.014	-0.009
Si	17.628	4.081	16.338	0.006	-0.018	-0.007
Si	20.368	6.795	16.3	-0.016	0.003	0.004
Si	17.696	9.498	16.294	-0.002	0.005	-0.013
Si	20.403	12.246	16.308	-0.012	0.008	0.001
Si	23.113	14.959	16.288	0.004	0.001	-0.001
Si	9.489	17.678	16.307	0.001	-0.015	-0.011
Si	23.131	4.067	16.287	-0.006	0.001	-0.003
Si	9.496	6.778	16.312	-0.003	-0.011	-0.004
Si	23.136	9.565	16.255	0.002	-0.001	-0.02
Si	9.506	12.252	16.229	-0.004	0.01	-0.01
Si	12.21	14.972	16.297	0	0.012	-0.006
Si	14.913	17.705	16.325	0.021	-0.003	-0.012
Si	12.231	4.091	16.331	-0.001	0.009	0.003
Si	14.957	6.802	16.349	0.011	-0.007	0.012
Si	12.241	9.479	16.283	-0.01	0.007	0.004
Si	14.947	12.239	16.258	-0.001	0.01	-0.005
Si	19	16.322	17.676	-0.007	-0.009	0.006
Si	21.77	18.991	17.62	-0.001	0.003	-0.027
Si	19.007	5.431	17.683	0	0.011	0.012
Si	21.741	8.226	17.568	0.014	0.006	-0.006
Si	19.058	10.85	17.658	0.01	-0.01	-0.01
Si	21.782	13.595	17.666	0.002	-0.009	0.022
Si	24.441	16.33	17.663	-0.014	0.008	-0.02
Si	10.854	19.038	17.66	-0.019	-0.009	0.009
Si	24.519	5.451	17.591	0.013	-0.008	0.007
Si	10.9	8.103	17.661	0.004	-0.005	-0.006
Si	24.494	10.894	17.647	-0.016	0.011	0.022
Si	10.811	13.625	17.626	-0.003	-0.013	0.008
Si	13.56	16.332	17.676	-0.016	0.006	0.013
Si	16.243	19.068	17.725	-0.006	-0.013	-0.018
Si	13.591	5.447	17.727	-0.012	-0.009	-0.005
Si	16.346	8.174	17.693	0.002	0.011	0.014
Si	13.583	10.884	17.606	0.017	-0.009	0.001
Si	16.35	13.57	17.599	0.004	0.01	-0.002
Si	17.582	17.662	19.04	0.015	-0.015	-0.019
Si	20.388	20.31	18.946	-0.04	-0.009	-0.012
Si	17.698	6.816	19.093	-0.001	0.003	-0.019
Si	20.483	9.564	19.038	-0.002	0.01	0.004
Si	17.675	12.192	18.988	-0.023	0.01	-0.001
Si	20.408	14.97	18.998	0.016	-0.001	-0.03
Si	23.105	17.689	19.06	0.004	-0.018	0.006
Si	9.55	20.409	19.061	0.011	-0.005	-0.013
Si	23.128	6.872	18.833	0.021	0	-0.033
Si	9.529	9.485	18.947	0	0.011	-0.02
Si	23.144	12.229	19.054	-0.015	0.01	-0.037
Si	25.769	14.95	19	0.019	-0.032	0.011
Si	12.167	17.679	19.063	-0.003	-0.007	-0.021
Si	14.899	20.422	19.157	0.029	0	0.007
Si	12.257	6.8	19.121	-0.023	0.027	0.015
Si	14.998	9.618	18.997	0.029	0.01	-0.029
Si	12.144	12.204	18.917	-0.007	-0.002	-0.016
Si	14.985	14.924	18.921	0.008	0.004	-0.018
Si	16.235	16.251	20.402	-0.013	0.019	0.044
Si	18.981	19.017	20.365	0.02	-0.001	0.062
Si	16.248	5.514	20.51	0.004	0.025	0.089
Si	19.18	8.197	20.397	-0.018	0.001	0.029
Si	16.334	10.95	20.47	-0.035	-0.023	0.042
Si	19.106	13.481	20.28	0.056	-0.008	0.034
Si	21.731	16.346	20.423	-0.016	-0.01	0.052
Si	24.464	19.086	20.381	-0.003	-0.007	0.059
Si	21.819	5.44	20.09	0.018	-0.007	0.031
Si	24.495	8.137	20.25	0.005	0.001	0.049
Si	21.855	10.841	20.491	0.018	0.006	0.085
Si	24.471	13.604	20.451	-0.005	-0.003	0.067
Si	10.805	16.306	20.455	-0.008	0.018	0.038
Si	13.47	19.064	20.491	-0.013	0.021	0.049
Si	10.907	5.415	20.507	0.006	-0.03	0.035
Si	13.633	8.294	20.352	-0.009	0.002	0.089
Si	10.874	10.822	20.35	0.014	0.006	0.036
Si	13.584	13.534	20.156	-0.016	-0.028	0.052
Si	17.872	14.965	21.534	-0.359	-0.126	-0.658
Si	19.999	17.351	21.694	0.413	0.351	-0.632
Si	17.953	20.707	21.644	-0.315	-0.287	-0.641
Si	20.374	6.507	21.547	0.222	0.425	-0.566
Si	17.641	9.388	21.683	0.153	0.245	-0.732
Si	20.673	12.458	21.743	-0.109	-0.214	-0.746
Si	22.828	14.752	21.736	0.236	0.084	-0.759
Si	9.716	17.894	21.865	-0.116	-0.174	-0.729
Si	23.293	20.741	21.572	-0.054	-0.234	-0.681
Si	9.21	6.675	21.504	0.158	-0.023	-0.699
Si	23.514	9.645	21.745	-0.351	-0.098	-0.667
Si	25.683	11.941	21.621	0.065	0.28	-0.71
Si	12.439	14.998	21.521	-0.298	-0.048	-0.659
Si	14.525	17.346	21.652	0.285	0.163	-0.72
Si	11.953	20.143	22.005	0.154	0.238	-0.724
Si	15.255	7.324	21.71	-0.114	-0.365	-0.758
Si	12.492	9.816	21.747	-0.114	-0.116	-0.744
Si	14.64	12.123	21.692	0.231	0.009	-0.687
Si	31.415	21.745	30.78	-0.075	-0.018	0.132
Si	16.839	7.901	26.669	0.038	-0.006	-0.063
Si	21.241	14.43	28.014	0.115	0.064	0.177
Si	21.761	16.587	30.269	-0.053	-0.011	0.056
Si	16.1	14.029	23.805	-0.015	0.027	-0.146
Si	30.966	10.622	30.382	-0.115	0.133	0.083
Si	8.573	15.802	23.854	-0.085	0.022	-0.117
Si	18.348	18.514	31.062	-0.108	-0.084	0.002
Si	27.047	21.963	27.021	-0.05	-0.055	0.011
Si	14.592	7.42	24.747	0.1	-0.005	-0.037
Si	19.809	11.901	28.815	-0.018	0.007	0.006
Si	18.768	17.535	24.316	0.15	0.037	-0.113
Si	24.426	13.739	30.556	-0.045	0.014	0.139
Si	27.564	18.271	29.739	-0.02	0.167	0.235
Si	20.952	18.457	28.181	0.119	-0.005	0.175
Si	23.778	17.799	28.569	-0.109	-0.054	0.054
Si	28.156	7.917	28.359	-0.1	-0.027	-0.031
Si	28.587	12.199	29.068	0.079	-0.02	0.007
Si	23.963	13.782	27.424	0.003	-0.032	0.033
Si	10.891	8.013	23.756	0.082	0.048	-0.184
Si	29.861	14.739	28.173	0.008	-0.078	-0.017
Si	12.545	21.73	24.694	0.01	-0.087	-0.13
Si	26.84	8.504	31.086	0.022	-0.03	0.242
Si	21.51	21.416	23.816	-0.003	0.102	-0.148
Si	19.613	10.476	23.859	0.028	0.036	-0.159
Si	26.577	9.498	26.193	0.006	0.083	-0.021
Si	18.497	12.934	31.262	0.051	0.059	0.093
Si	18.589	20.362	24.539	0.031	-0.011	-0.173
Si	16.81	16.871	28.864	0.045	0.045	0.027
Si	26.739	15.737	31.37	0.007	-0.096	0.032
Si	24.635	22.89	28.405	0.082	-0.036	0.045
Si	15.859	17.07	24.156	0.014	-0.015	0.075
Si	25.688	20.243	29.045	0.07	0.068	0.019
Si	23.686	10.71	26.707	-0.093	0.005	-0.06
Si	30.857	7.915	29.414	0.039	0.019	0.048
Si	12.456	12.33	26.09	0.012	0.061	0.039
Si	22.285	9.152	24.504	0.086	0.033	-0.063
Si	21.981	21.784	31.2	-0.086	-0.085	0.1
Si	20.667	21.576	28.46	0.044	-0.031	0.03
Si	12.974	9.524	26.462	0.186	-0.019	0.022
Si	28.168	17.132	27.232	0.024	-0.132	-0.247
Si	29.954	19.01	31.31	0.015	0.013	0.138
Si	30.678	17.611	25.781	0.076	0.044	0.042
Si	21.543	9.677	28.682	-0.055	0.057	0.019
Si	19.119	16.303	26.924	0.024	0.107	0.072
Si	25.443	16.138	26.523	0.068	0.083	-0.014
Si	26.144	11.38	30.862	-0.005	-0.032	0.002
Si	22.248	6.495	26.304	0.048	0.06	-0.079
Si	16.919	21.208	26.853	-0.092	0.006	-0.028
Si	23.216	8.055	30.53	-0.007	0.051	0.051
Si	10.839	13.579	23.739	-0.019	-0.084	-0.079
Si	18.121	21.036	29.497	-0.102	-0.009	0.157
Si	19.22	9.862	26.8	-0.031	-0.002	0.1
Si	30.781	12.966	26.022	0.008	-0.024	-0.214
Si	17.654	14.953	5.486	-0.001	0.004	0.006
Si	20.427	1.365	5.506	-0.004	-0.002	0
Si	17.707	4.066	5.456	-0.011	0.004	0.02
Si	20.458	6.791	5.423	0.001	-0.025	0
Si	17.691	9.554	5.433	0.009	0.005	0.004
Si	20.439	12.198	5.474	0.005	-0.001	0
Si	23.18	14.96	5.514	-0.006	-0.002	0.028
Si	25.909	1.375	5.495	-0.015	0.024	-0.01
Si	23.198	4.1	5.515	-0.007	0.006	0.013
Si	9.522	6.721	5.373	0.026	-0.007	0.003
Si	23.188	9.484	5.43	0.018	-0.006	-0.006
Si	9.519	12.196	5.38	0.014	0.004	0.005
Si	12.241	14.91	5.333	0.005	-0.009	0.003
Si	14.949	1.318	5.396	0.017	0.014	0.008
Si	12.224	4.043	5.37	-0.004	0	0.004
Si	14.959	6.776	5.415	0.006	-0.005	0.01
Si	12.207	9.49	5.441	-0.009	-0.012	0.011
Si	14.919	12.24	5.398	-0.016	0.011	0.004
Si	19.038	16.315	6.827	-0.005	0.006	0.001
Si	21.795	2.741	6.84	-0.004	0.004	-0.005
Si	19.078	5.439	6.79	0	-0.004	0
Si	21.806	8.147	6.799	0.007	-0.006	-0.008
Si	19.054	10.869	6.826	0	0.007	0.001
Si	21.783	13.592	6.826	-0.008	0.008	-0.002
Si	24.544	16.33	6.849	0.002	-0.01	-0.001
Si	10.868	2.688	6.742	0.004	-0.002	-0.009
Si	8.128	5.398	6.734	-0.002	0.005	-0.01
Si	10.84	8.112	6.763	-0.011	0.017	0.006
Si	8.143	10.845	6.741	0.012	-0.002	0.009
Si	10.88	13.572	6.73	0.003	-0.015	0.001
Si	13.577	16.278	6.741	0.001	-0.01	-0.017
Si	16.314	2.688	6.769	0.004	0.005	-0.002
Si	13.582	5.409	6.751	-0.005	0.003	0.001
Si	16.323	8.157	6.765	-0.007	0.006	-0.001
Si	13.58	10.867	6.773	-0.006	0.008	-0.004
Si	16.284	13.575	6.799	0.007	-0.01	-0.002
Si	17.671	17.679	8.165	0	-0.004	0.002
Si	20.418	4.091	8.181	0.002	0.004	0.007
Si	17.689	6.796	8.13	0.011	-0.001	-0.002
Si	20.425	9.498	8.157	-0.005	0	-0.005
Si	17.672	12.234	8.156	0	0.005	0.004
Si	20.404	14.949	8.173	-0.007	-0.01	0.002
Si	23.15	17.684	8.185	-0.007	0.004	-0.004
Si	9.495	4.049	8.1	-0.014	-0.013	-0.002
Si	23.157	6.808	8.182	-0.003	-0.007	-0.001
Si	9.487	9.485	8.121	-0.008	-0.017	0.004
Si	23.16	12.229	8.164	-0.002	-0.008	-0.011
Si	9.512	14.942	8.093	0.014	0.012	-0.005
Si	12.227	17.652	8.108	0.004	0.004	0.005
Si	14.946	4.056	8.119	-0.002	-0.007	0
Si	12.225	6.773	8.118	-0.002	0.007	-0.006
Si	14.956	9.512	8.129	0.01	0.016	-0.002
Si	12.217	12.224	8.128	0	-0.002	0.008
Si	14.929	14.946	8.142	0.002	-0.009	0.003
Si	16.296	16.311	9.504	0.004	-0.001	0.001
Si	19.039	2.722	9.518	-0.006	0.01	-0.004
Si	16.312	5.427	9.477	-0.004	-0.001	-0.006
Si	19.048	8.146	9.508	0.011	-0.003	0.005
Si	16.311	10.867	9.504	0.012	-0.004	-0.003
Si	19.029	13.597	9.519	-0.008	0.001	0.006
Si	21.77	16.322	9.522	0.004	0.002	-0.005
Si	8.132	2.704	9.469	-0.008	0	0.002
Si	21.781	5.448	9.534	0	-0.005	0.002
Si	8.127	8.134	9.486	-0.003	0.015	0.005
Si	21.779	10.873	9.51	-0.007	-0.003	-0.003
Si	8.145	13.584	9.459	-0.004	-0.004	-0.001
Si	10.86	16.302	9.473	-0.005	-0.007	-0.002
Si	13.582	2.698	9.479	0.004	-0.006	-0.004
Si	10.853	5.415	9.472	-0.001	0.006	-0.005
Si	13.583	8.145	9.477	-0.001	-0.009	-0.002
Si	10.854	10.855	9.478	-0.004	0.002	0.002
Si	13.574	13.584	9.5	-0.003	0	0.002
Si	17.661	14.959	10.87	0.004	-0.001	0.003
Si	20.4	17.68	10.879	-0.005	-0.004	0.007
Si	17.667	4.081	10.862	0.011	-0.005	0.003
Si	20.405	6.799	10.884	-0.002	-0.009	0.005
Si	17.677	9.507	10.858	0.003	0.005	0.001
Si	20.401	12.23	10.858	0.005	0.001	-0.002
Si	23.148	14.963	10.861	-0.006	-0.004	-0.005
Si	9.495	17.668	10.831	0	-0.002	-0.002
Si	6.776	4.072	10.832	0.002	0.003	-0.002
Si	9.499	6.779	10.844	-0.008	-0.003	0.002
Si	6.767	9.502	10.846	0	-0.003	0.006
Si	9.495	12.224	10.836	0.003	-0.003	-0.002
Si	12.216	14.953	10.853	0.004	0.002	0.004
Si	14.939	17.677	10.86	-0.007	0	0.001
Si	12.217	4.062	10.837	-0.002	-0.007	-0.005
Si	14.944	6.785	10.838	0.007	0.009	-0.001
Si	12.223	9.503	10.846	0.002	0.007	-0.001
Si	14.948	12.231	10.86	0.006	-0.002	0.001
Si	19.02	16.326	12.228	-0.001	-0.006	0.002
Si	21.757	19.038	12.251	-0.002	0.012	0.008
Si	19.032	5.431	12.229	-0.007	0.003	-0.003
Si	21.776	8.163	12.233	0	0.003	0.001
Si	19.037	10.872	12.217	0.001	-0.003	0.004
Si	21.767	13.604	12.197	0.001	-0.003	-0.006
Si	24.5	16.324	12.231	0.001	0.002	0
Si	10.853	19.029	12.202	-0.007	-0.005	-0.002
Si	8.135	5.424	12.209	-0.002	-0.004	0.003
Si	10.861	8.142	12.209	0.003	0.003	0.002
Si	8.135	10.866	12.202	-0.006	0.008	0.004
Si	10.854	13.586	12.204	-0.001	-0.001	0.004
Si	13.573	16.321	12.218	0.005	-0.001	0.002
Si	16.3	19.043	12.222	0.005	-0.001	0
Si	13.577	5.427	12.2	-0.007	-0.007	-0.01
Si	16.306	8.142	12.204	0.003	-0.013	-0.001
Si	13.589	10.863	12.211	0.004	0.005	-0.001
Si	16.302	13.597	12.23	0.003	0.003	0.004
Si	17.657	17.688	13.593	0.005	-0.004	0.009
Si	20.383	4.076	13.605	-0.016	-0.001	0.008
Si	17.656	6.786	13.577	0.008	0.003	0.003
Si	20.402	9.52	13.578	-0.001	0.01	0.007
Si	17.675	12.232	13.578	0.004	0.002	0.004
Si	20.397	14.952	13.555	0.011	-0.007	-0.006
Si	23.131	17.673	13.597	0	-0.01	0.011
Si	9.499	4.067	13.574	0.008	-0.002	0.002
Si	23.13	6.804	13.603	0.005	-0.007	0.008
Si	9.499	9.506	13.568	-0.004	0.008	0.007
Si	23.127	12.26	13.561	-0.011	0.014	0
Si	25.869	14.972	13.587	0.004	-0.009	0
Si	12.211	17.686	13.579	-0.002	-0.002	-0.003
Si	14.935	4.085	13.58	0.002	-0.001	0.003
Si	12.222	6.78	13.575	0.005	-0.006	0.005
Si	14.954	9.498	13.572	0.013	-0.003	0.003
Si	12.229	12.231	13.562	0.006	-0.01	0.001
Si	14.94	14.973	13.583	-0.01	0.014	-0.004
Si	16.291	16.337	14.961	-0.001	-0.006	-0.002
Si	19.008	19.044	14.971	0	0.003	-0.001
Si	16.291	5.439	14.957	0.002	0.003	0
Si	19.03	8.144	14.916	-0.007	-0.016	-0.001
Si	16.32	10.86	14.932	0.006	-0.008	0.005
Si	19.048	13.597	14.926	-0.001	0.005	-0.002
Si	21.742	16.303	14.928	-0.01	-0.01	-0.004
Si	24.509	19.03	14.95	0.008	0	0.009
Si	21.754	5.439	14.953	0	0.003	-0.004
Si	24.509	8.174	14.94	0.015	0.007	-0.001
Si	21.759	10.909	14.915	0.009	0	0.005
Si	24.485	13.618	14.923	-0.004	-0.003	-0.001
Si	10.846	16.322	14.932	-0.002	-0.003	-0.002
Si	13.571	19.053	14.943	-0.008	-0.003	0.004
Si	10.859	5.424	14.946	-0.005	-0.01	0.001
Si	13.602	8.128	14.934	0.001	0.003	-0.001
Si	10.881	10.861	14.92	0.007	0.007	0.001
Si	13.575	13.61	14.927	0.008	0.005	-0.003
Si	42.44	22.95	32.98	-0.309	-0.022	0.817
Si	37.187	1.273	0.098	-0.118	0.089	0.62
Si	33.773	4.257	0.511	0.161	-0.006	0.78
Si	44.906	14.313	33.222	-0.168	0.377	0.631
Si	42.033	17.723	33.176	0.233	-0.361	0.671
Si	45.446	20.071	32.955	-0.447	0.218	0.647
Si	39.43	15.388	0.155	0.032	-0.192	0.659
Si	42.408	1.079	0.345	-0.036	0.21	0.624
Si	47.431	12.322	33.135	0.351	-0.418	0.637
Si	42.802	6.264	0.224	-0.223	0.325	0.681
Si	39.398	9.724	0.027	0.027	-0.224	0.709
Si	26.282	12.1	0.111	-0.323	0.137	0.718
Si	28.317	15.266	0.229	0.175	-0.053	0.652
Si	31.237	1.733	0.293	0.033	-0.238	0.557
Si	28.875	3.661	0.466	0.096	0.119	0.674
Si	39.575	14.301	33.222	-0.259	0.384	0.63
Si	28.575	9.903	0.132	0.16	-0.332	0.638
Si	31.626	11.944	0.027	-0.168	0.438	0.69
Si	35.483	16.474	1.303	0.025	0.012	-0.084
Si	38.368	2.81	1.346	0.021	0.08	-0.051
Si	35.478	5.428	1.518	0.016	-0.006	-0.06
Si	38.09	8.148	1.198	0.032	0.012	-0.051
Si	35.661	11.058	1.094	0.046	0.013	-0.03
Si	38.29	13.676	1.314	-0.01	0.059	-0.036
Si	40.861	16.368	1.683	-0.036	-0.016	-0.028
Si	27.398	2.554	1.839	-0.038	-0.001	-0.001
Si	40.957	5.416	1.402	-0.013	0.007	-0.068
Si	27.359	8.217	1.295	0.005	0.002	-0.062
Si	40.834	10.879	1.464	0.013	-0.004	-0.033
Si	27.279	13.653	1.539	0.016	0.018	-0.062
Si	30.042	16.357	1.413	-0.023	0.004	-0.087
Si	32.599	2.803	1.832	-0.034	-0.027	-0.022
Si	30.008	5.438	1.459	0.016	0.028	-0.075
Si	32.774	8.166	1.148	-0.009	-0.01	-0.039
Si	30.092	10.971	1.529	0.029	0.024	-0.033
Si	32.874	13.697	1.058	-0.023	0.054	-0.082
Si	34.134	1.375	2.818	0.022	-0.028	0.031
Si	36.899	4.057	2.758	-0.004	-0.065	0.029
Si	34.07	6.883	2.706	-0.064	0.025	0.011
Si	36.806	9.579	2.588	-0.03	-0.017	-0.017
Si	34.193	12.316	2.516	-0.019	-0.006	0.032
Si	36.796	14.991	2.648	-0.017	0.005	0.008
Si	39.527	1.482	2.898	-0.023	0.011	0.039
Si	42.115	4.054	2.921	-0.037	-0.002	0.024
Si	39.516	6.846	2.645	-0.006	0.01	0.01
Si	42.231	9.469	2.73	0.023	-0.023	0.033
Si	39.515	12.292	2.787	0.017	0.019	-0.004
Si	25.879	14.952	2.878	0.025	0.014	0.033
Si	28.778	1.215	3.048	0.059	-0.017	0.038
Si	31.251	4.193	3.037	-0.055	0.031	0.04
Si	28.638	6.847	2.72	-0.015	-0.015	0.015
Si	31.448	9.469	2.681	0.031	-0.037	0.032
Si	28.713	12.327	2.841	-0.025	-0.006	0.025
Si	31.486	14.948	2.602	0.023	-0.024	0.017
Si	32.76	16.291	4.092	-0.042	0.018	-0.006
Si	35.505	2.738	4.139	0.018	0.016	0.01
Si	32.749	5.555	4.178	0.012	-0.003	0.002
Si	35.444	8.255	4.031	0.014	0.008	-0.006
Si	32.825	10.917	3.951	-0.012	0.024	-0.015
Si	35.449	13.627	4.03	0.005	0.017	-0.016
Si	38.115	16.348	4.098	-0.005	-0.015	-0.012
Si	40.817	2.758	4.333	0.028	-0.008	0.03
Si	38.192	5.488	4.088	0.042	0.008	-0.026
Si	40.839	8.162	4.1	-0.023	0.007	-0.001
Si	38.128	10.889	4.057	-0.009	0.003	-0.003
Si	40.809	13.571	4.257	0.009	-0.011	0.028
Si	27.287	16.234	4.263	0.031	-0.005	0.002
Si	29.991	2.729	4.334	-0.006	0.001	0.01
Si	27.265	5.486	4.092	0.006	-0.019	0.016
Si	30.037	8.179	4.078	0.016	0.002	-0.012
Si	27.312	10.915	4.113	-0.014	-0.014	-0.01
Si	30.121	13.669	4.101	0.002	0.039	0.012
Si	34.047	14.962	16.307	-0.006	0.005	-0.001
Si	36.8	17.707	16.315	0.008	-0.001	-0.027
Si	34.034	4.104	16.342	0.011	0.004	-0.011
Si	36.738	6.817	16.335	-0.001	0.01	-0.014
Si	34.023	9.58	16.313	0.002	-0.002	0.001
Si	36.763	12.27	16.406	0	0.008	0.015
Si	39.489	15.023	16.394	0	0.023	-0.008
Si	25.866	17.675	16.335	0.006	0.005	0.004
Si	39.509	4.081	16.366	0.001	0.015	-0.008
Si	25.898	6.799	16.268	0.003	0.015	-0.01
Si	39.473	9.525	16.412	0.01	0.002	0
Si	25.837	12.253	16.275	0.002	-0.01	-0.001
Si	28.579	15.009	16.327	0.003	0.002	0.004
Si	31.303	17.716	16.314	-0.002	0.009	0.002
Si	28.568	4.099	16.302	-0.008	0	0.001
Si	31.288	6.795	16.273	0.007	0	-0.017
Si	28.573	9.51	16.283	-0.004	-0.005	-0.009
Si	31.314	12.257	16.348	0.007	-0.003	-0.001
Si	35.446	16.321	17.606	0.035	-0.001	-0.014
Si	38.177	19.023	17.699	-0.018	-0.017	-0.004
Si	35.431	5.431	17.698	-0.009	-0.004	0.02
Si	38.058	8.166	17.724	-0.004	-0.021	-0.008
Si	35.379	10.894	17.733	0	-0.017	0.008
Si	38.118	13.694	17.731	-0.011	0	0.014
Si	40.812	16.324	17.861	-0.005	-0.004	0.005
Si	27.255	19.037	17.681	0.001	-0.041	0.035
Si	40.794	5.439	17.789	0.003	-0.006	0.026
Si	27.267	8.119	17.665	0.022	-0.022	-0.019
Si	40.87	10.899	17.723	-0.007	0.002	0.023
Si	27.166	13.644	17.617	0.009	0.009	0.001
Si	29.967	16.36	17.69	-0.007	0.012	-0.023
Si	32.618	19.106	17.677	-0.023	-0.025	0.025
Si	29.906	5.481	17.654	-0.01	0.019	-0.003
Si	32.642	8.179	17.574	-0.021	-0.01	-0.002
Si	29.914	10.863	17.642	0.007	-0.003	0.018
Si	32.684	13.642	17.694	0.001	0.031	-0.014
Si	34.064	17.687	18.858	0.024	-0.014	-0.029
Si	36.854	20.38	19.037	-0.002	0.043	-0.028
Si	34.037	6.878	18.911	-0.002	0.007	-0.022
Si	36.73	9.527	19.109	-0.021	0.013	-0.009
Si	34.021	12.28	19.058	0.016	0.013	-0.004
Si	36.747	15.062	19.107	0.016	0.033	-0.024
Si	39.436	17.718	19.208	0.005	-0.019	0.012
Si	25.839	20.395	18.975	0.002	0.017	-0.04
Si	39.328	6.767	19.108	-0.015	-0.037	-0.018
Si	25.888	9.496	18.936	-0.013	-0.006	-0.023
Si	39.53	12.34	19.016	0.022	0.027	-0.036
Si	42.178	14.916	19.194	-0.014	-0.004	0
Si	28.671	17.732	19.087	-0.019	0.037	-0.008
Si	31.234	20.492	19.042	0.019	-0.031	0.001
Si	28.599	6.784	19.122	-0.017	0.028	0.003
Si	31.226	9.411	18.967	-0.024	-0.05	-0.021
Si	28.557	12.302	18.922	0.004	0.001	-0.016
Si	31.346	15.025	19.054	-0.008	0.006	0
Si	32.792	16.423	20.328	-0.014	-0.022	0.048
Si	35.408	19.009	20.215	0.02	-0.031	0.047
Si	32.646	5.598	20.258	-0.03	0.029	0.063
Si	35.346	8.107	20.414	0.011	-0.013	0.034
Si	32.585	10.822	20.2	0.012	-0.009	0.032
Si	35.376	13.665	20.425	0.008	0.005	0.038
Si	38.026	16.436	20.619	-0.032	-0.033	0.059
Si	40.843	19.075	20.524	-0.003	0.009	0.062
Si	38.054	5.363	20.596	0.023	0.01	0.035
Si	40.761	8.185	20.265	-0.012	0.009	0.015
Si	38.121	11.021	20.287	-0.022	0.014	0.031
Si	40.821	13.576	20.585	-0.011	-0.008	0.041
Si	27.143	16.342	20.255	0.013	0.035	0.023
Si	30.031	19.127	20.551	-0.052	-0.017	0.029
Si	27.215	5.353	20.387	0.002	-0.011	0.087
Si	29.974	8.094	20.557	0.045	0.006	0.056
Si	27.241	10.894	20.241	-0.001	-0.01	0.042
Si	29.931	13.617	20.307	0.018	-0.015	0.04
Si	34.235	15.209	21.774	-0.205	-0.127	-0.699
Si	36.283	17.578	21.856	0.344	0.029	-0.721
Si	34.092	20.517	21.352	0.017	0.041	-0.506
Si	36.269	6.381	21.789	0.097	0.062	-0.67
Si	33.755	9.368	21.574	0.182	-0.01	-0.731
Si	37.027	12.57	21.662	-0.107	-0.113	-0.802
Si	39.213	14.793	21.836	0.175	0.198	-0.788
Si	26.071	17.923	21.602	-0.087	-0.102	-0.716
Si	39.77	20.661	21.936	-0.218	-0.209	-0.715
Si	25.575	6.536	21.539	0.188	0.037	-0.767
Si	39.632	9.788	21.513	0.055	0.029	-0.6
Si	41.918	11.86	21.849	0.084	0.212	-0.724
Si	28.618	15.105	21.539	-0.245	-0.187	-0.688
Si	31.995	18.252	21.606	-0.213	-0.023	-0.727
Si	28.3	20.142	21.844	0.207	0.205	-0.759
Si	31.713	7.035	21.886	-0.332	-0.156	-0.698
Si	28.767	9.805	21.638	-0.035	-0.24	-0.674
Si	31.029	11.923	21.513	-0.024	0.14	-0.687
Si	48.202	20.169	28.991	0.02	-0.15	0.027
Si	32.303	11.034	27.742	-0.072	-0.103	-0.048
Si	35.063	14.454	27.572	-0.072	-0.09	0.031
Si	38.116	18.669	30.975	0.052	0.027	0.133
Si	32.227	13.803	23.582	0.185	0.085	-0.058
Si	45.92	13.482	28.206	0.13	-0.016	0.042
Si	24.738	16.038	23.738	-0.028	-0.018	-0.132
Si	34.001	20.663	30.293	0.099	-0.059	0.142
Si	42.615	20.102	26.132	-0.009	0.004	-0.004
Si	31.655	5.967	24.94	-0.008	0.065	-0.148
Si	34.766	11.076	31.61	-0.029	0.029	0.132
Si	36.582	17.133	27.175	-0.018	0.034	0.044
Si	38.91	16.548	29.003	0.054	-0.003	0.008
Si	44.643	17.703	26.309	0.023	0.077	-0.033
Si	37.668	20.699	26.21	-0.065	0.092	-0.069
Si	39.862	19.311	24.769	0.061	0.089	-0.148
Si	44.561	22.011	30.874	0.032	0.123	0.031
Si	48.122	13.221	30.268	0.013	-0.085	0.133
Si	38.139	14.01	30.37	0.102	-0.104	0.071
Si	27.345	7.997	23.683	0.052	0.085	-0.126
Si	48.05	16.292	30.559	0.071	0.065	0.046
Si	28.748	21.823	24.509	-0.039	-0.048	-0.066
Si	43.963	10.432	30.667	-0.121	0.073	0.035
Si	42.26	20.792	29.177	0.016	-0.019	0.047
Si	35.558	10.756	23.726	0.079	-0.105	-0.078
Si	43.167	8.794	26.811	0.102	0.045	0.043
Si	35.081	13.691	30.608	0.042	-0.059	0.069
Si	35.914	18.906	24.681	-0.043	-0.004	-0.051
Si	32.462	15.859	27.669	0.017	0.004	0.015
Si	43.8	13.683	30.366	-0.048	-0.195	0.049
Si	40.281	8.88	28.123	0.007	0.047	0.012
Si	30.558	16.375	23.224	0.116	0.079	-0.102
Si	42.99	17.996	30.207	-0.069	0.03	0.085
Si	39.177	11.295	29.52	0.059	-0.034	-0.024
Si	45.179	8.191	28.977	-0.018	-0.11	0.151
Si	28.161	12.046	25.889	0.066	0.013	0.048
Si	37.646	8.431	23.63	-0.086	0.029	-0.159
Si	37.864	22.929	31.002	-0.161	-0.032	-0.024
Si	36.787	20.836	29.215	0.177	0.01	0.119
Si	32.596	8.23	27.008	-0.001	-0.128	-0.036
Si	41.915	15.436	28.869	-0.092	0.017	0.209
Si	45.867	18.137	29.185	0.003	0.045	0.023
Si	47.647	15.092	26.26	0.009	-0.058	-0.04
Si	36.782	9.305	30.055	0.085	0.029	-0.079
Si	34.027	18.381	28.361	0.009	-0.009	-0.17
Si	42.77	15.249	25.943	0.005	0.153	-0.125
Si	41.261	10.318	31.503	-0.022	-0.173	0.059
Si	38.191	7.432	26.236	0.047	0.074	0.141
Si	33.043	19.585	25.619	0.063	-0.06	0.006
Si	40.706	23.147	30.51	0.037	-0.011	-0.09
Si	26.938	13.731	23.761	0.056	-0.035	-0.072
Si	35.728	8.778	27.285	-0.068	0.18	0.048
Si	35.136	11.603	26.6	0.082	-0.051	-0.062
Si	50.316	14.339	26.254	0.153	-0.102	0.01
Si	34.098	14.94	5.458	0.008	0.008	-0.007
Si	36.791	1.358	5.52	-0.002	-0.001	-0.003
Si	34.117	4.124	5.462	-0.011	-0.013	0.008
Si	36.792	6.855	5.406	-0.003	0.004	-0.007
Si	34.105	9.589	5.422	-0.03	-0.012	-0.002
Si	36.778	12.257	5.427	-0.007	-0.011	-0.008
Si	39.448	14.994	5.519	-0.006	0.015	0.01
Si	42.153	1.369	5.657	-0.011	-0.011	0.027
Si	39.452	4.156	5.58	-0.014	0.018	-0.002
Si	25.914	6.836	5.456	-0.004	0.007	-0.001
Si	39.483	9.542	5.449	0.02	0.004	0.004
Si	25.92	12.226	5.49	0.021	-0.002	0.004
Si	28.706	14.914	5.542	0	0.002	0.013
Si	31.433	1.342	5.526	0.003	-0.015	-0.01
Si	28.568	4.12	5.537	-0.026	0.01	0.006
Si	31.357	6.866	5.513	-0.023	-0.01	0.025
Si	28.67	9.539	5.444	0.005	-0.009	0.008
Si	31.444	12.232	5.393	0.017	-0.021	0.005
Si	35.42	16.317	6.849	0	0	0.005
Si	38.112	2.743	6.893	0.016	-0.003	-0.001
Si	35.457	5.492	6.815	-0.006	0.005	-0.012
Si	38.132	8.184	6.819	-0.004	0.007	-0.013
Si	35.438	10.917	6.824	-0.004	0.002	-0.009
Si	38.104	13.606	6.846	-0.01	0.005	-0.007
Si	40.783	16.317	6.946	0	0.018	0.005
Si	27.23	2.741	6.877	-0.008	0.021	0.013
Si	24.555	5.476	6.839	0.006	-0.01	0.005
Si	27.286	8.188	6.807	-0.005	-0.006	-0.009
Si	24.529	10.86	6.809	0.002	0.002	-0.003
Si	27.295	13.568	6.853	0.02	-0.002	0.003
Si	30.024	16.331	6.869	-0.009	-0.005	-0.008
Si	32.77	2.747	6.841	0.01	-0.011	0.004
Si	29.985	5.476	6.843	0.008	0.002	-0.006
Si	32.732	8.242	6.817	0.003	0.008	-0.002
Si	30.038	10.907	6.782	0.006	0.01	-0.002
Si	32.74	13.588	6.818	-0.005	0.001	-0.008
Si	34.086	17.694	8.214	-0.008	0.015	0.005
Si	36.761	4.119	8.226	-0.002	-0.011	-0.008
Si	34.076	6.842	8.165	-0.005	0	-0.012
Si	36.78	9.542	8.186	0.007	0.014	-0.01
Si	34.08	12.254	8.204	-0.014	-0.003	0.006
Si	36.766	14.964	8.223	-0.009	-0.003	-0.005
Si	39.456	17.709	8.277	-0.003	-0.014	0.002
Si	25.872	4.102	8.216	0	-0.009	0.015
Si	39.458	6.847	8.249	0.003	-0.008	-0.009
Si	25.899	9.521	8.171	0.009	-0.001	0.003
Si	39.467	12.25	8.22	0	-0.002	-0.003
Si	25.918	14.958	8.179	0.02	0.018	-0.01
Si	28.629	17.695	8.193	0.009	0.006	-0.001
Si	31.358	4.095	8.173	-0.012	-0.012	-0.002
Si	28.62	6.829	8.193	-0.007	0	-0.001
Si	31.361	9.564	8.187	0.006	0.002	0.001
Si	28.658	12.22	8.186	-0.015	-0.012	0.006
Si	31.373	14.946	8.195	0.001	0.003	-0.009
Si	32.709	16.33	9.552	0	0	-0.005
Si	35.419	2.743	9.581	-0.003	-0.007	0.003
Si	32.711	5.472	9.523	0.003	-0.002	-0.007
Si	35.423	8.183	9.55	0.001	0	-0.01
Si	32.708	10.909	9.562	-0.009	0.009	0.002
Si	35.413	13.613	9.583	-0.003	0	-0.002
Si	38.108	16.326	9.605	-0.004	0.012	-0.004
Si	24.497	2.732	9.549	-0.004	0.014	0
Si	38.121	5.466	9.596	0.013	0.005	-0.001
Si	24.521	8.17	9.528	-0.004	-0.005	-0.008
Si	38.119	10.89	9.578	-0.008	-0.009	-0.002
Si	24.526	13.601	9.515	0.002	0.001	-0.009
Si	27.259	16.328	9.541	-0.006	-0.002	0.001
Si	29.991	2.739	9.536	-0.009	-0.001	0.01
Si	27.252	5.462	9.545	0	-0.006	-0.002
Si	29.986	8.195	9.533	-0.002	0.003	-0.008
Si	27.261	10.881	9.529	0.018	-0.009	0.003
Si	29.99	13.605	9.547	0.002	0	-0.005
Si	34.055	14.982	10.928	-0.002	0.003	-0.002
Si	36.765	17.7	10.953	0.003	0	0.005
Si	34.046	4.108	10.911	-0.005	-0.006	-0.003
Si	36.763	6.831	10.94	-0.013	-0.006	-0.006
Si	34.06	9.536	10.909	-0.005	0.002	-0.003
Si	36.768	12.25	10.938	0.003	0.003	-0.005
Si	39.474	14.967	10.962	0.007	0.002	-0.005
Si	25.874	17.685	10.881	0	0.003	-0.003
Si	23.125	4.083	10.901	-0.009	-0.007	0.007
Si	25.868	6.806	10.891	0	0.001	0.005
Si	23.143	9.524	10.875	0.006	0.005	-0.002
Si	25.887	12.247	10.877	0.012	-0.001	-0.004
Si	28.615	14.965	10.896	0.008	0.001	0.004
Si	31.333	17.686	10.899	0.003	-0.005	0
Si	28.616	4.094	10.885	0.001	0.006	0.005
Si	31.341	6.823	10.881	-0.007	0.002	-0.003
Si	28.612	9.534	10.897	-0.016	-0.009	0.006
Si	31.339	12.26	10.918	0.003	-0.002	0.003
Si	35.409	16.333	12.298	-0.013	0.006	-0.002
Si	38.126	19.061	12.308	0.01	-0.013	0
Si	35.402	5.464	12.281	0	0	0.004
Si	38.118	8.176	12.32	0.004	0.002	0.004
Si	35.41	10.887	12.283	-0.005	0.001	-0.007
Si	38.122	13.602	12.311	-0.009	-0.005	0.003
Si	40.847	16.321	12.316	0.004	0.008	-0.001
Si	27.236	19.051	12.226	0.002	-0.002	-0.005
Si	24.494	5.446	12.245	0.002	-0.008	-0.001
Si	27.234	8.17	12.231	0.005	-0.001	0.001
Si	24.503	10.893	12.221	-0.006	-0.005	-0.002
Si	27.24	13.608	12.245	-0.007	0.004	-0.002
Si	29.963	16.332	12.258	-0.005	-0.001	0.007
Si	32.688	19.051	12.254	-0.011	-0.003	0
Si	29.979	5.455	12.231	-0.001	0.002	0.002
Si	32.685	8.183	12.252	0.009	-0.006	-0.007
Si	29.96	10.904	12.259	0.005	0.002	-0.003
Si	32.685	13.63	12.276	-0.001	0.007	0
Si	34.043	17.701	13.63	0.003	0	-0.005
Si	36.759	4.106	13.649	-0.012	0.013	-0.001
Si	34.032	6.827	13.619	-0.011	0.006	-0.001
Si	36.763	9.546	13.667	-0.01	0.003	0.004
Si	34.049	12.262	13.613	-0.001	0.001	-0.003
Si	36.77	14.97	13.656	0.016	0.005	0.008
Si	39.504	17.704	13.65	-0.008	-0.005	-0.004
Si	25.86	4.075	13.581	0.001	0.001	0.001
Si	39.482	6.814	13.681	0.004	0.002	0.001
Si	25.861	9.53	13.573	-0.005	0.001	0
Si	39.47	12.26	13.701	0.007	0.003	-0.003
Si	42.196	14.975	13.702	-0.001	0.008	0.002
Si	28.586	17.7	13.595	-0.013	0.012	0.005
Si	31.322	4.088	13.6	0.006	-0.007	0
Si	28.6	6.806	13.57	-0.003	0.001	0.004
Si	31.323	9.545	13.605	-0.011	0	0.002
Si	28.593	12.257	13.62	0.012	-0.008	0.001
Si	31.314	14.98	13.633	0.006	0	0.012
Si	32.679	16.346	14.979	0.002	0.009	0.005
Si	35.398	19.061	14.993	0	-0.013	0.007
Si	32.681	5.445	14.955	-0.019	-0.01	0.004
Si	35.38	8.184	14.987	-0.015	-0.011	0.004
Si	32.671	10.927	14.958	0.006	0	-0.005
Si	35.411	13.59	14.991	-0.007	0.005	-0.004
Si	38.151	16.343	14.983	0.01	0.01	-0.007
Si	40.866	19.024	15.045	-0.004	-0.009	0.005
Si	38.125	5.447	15.02	-0.003	-0.012	0.002
Si	40.834	8.16	15.062	0.005	0	-0.001
Si	38.116	10.895	15.053	0	0.004	0.004
Si	40.835	13.626	15.054	-0.002	0	0.006
Si	27.221	16.341	14.948	-0.004	-0.003	-0.003
Si	29.942	19.063	14.952	-0.003	-0.006	-0.003
Si	27.235	5.439	14.91	0.004	0.007	0.003
Si	29.947	8.172	14.927	0.001	-0.009	-0.003
Si	27.209	10.882	14.942	-0.008	-0.001	-0.005
Si	29.946	13.621	14.993	-0.017	-0.003	0.004
Si	50.18	14.647	0.041	-0.026	0.256	0.602
Si	60.919	9.039	33.124	-0.194	0.237	0.704
Si	49.901	4.416	0.021	0.298	-0.359	0.694
Si	61.003	14.487	33.23	-0.105	0.174	0.78
Si	50.006	9.814	0.216	0.098	-0.208	0.753
Si	52.496	12.55	0.046	0.147	0.024	0.711
Si	63.166	23.134	33.06	0.362	-0.218	0.768
Si	66.686	8.899	33.186	-0.26	0.275	0.715
Si	63.374	12.418	32.941	0.119	-0.367	0.697
Si	66.08	14.962	33.216	0.182	-0.108	0.745
Si	55.845	9.243	0.035	-0.02	0.155	0.734
Si	42.38	12.097	0.218	-0.178	0.159	0.679
Si	44.606	15.141	0.271	0.205	-0.116	0.63
Si	46.933	1.725	0.269	0.216	0.052	0.672
Si	44.991	4.015	0.678	0.086	-0.113	0.495
Si	47.797	6.683	0.59	-0.204	0.075	0.732
Si	44.659	9.859	0.046	0.255	-0.333	0.643
Si	47.746	11.953	0.256	-0.17	0.135	0.762
Si	51.447	16.278	1.268	0.002	-0.015	-0.068
Si	54.251	2.794	1.012	0.001	0.02	-0.044
Si	51.564	5.417	1.382	-0.005	0.016	-0.077
Si	54.238	8.135	1.326	0.023	0.006	-0.046
Si	51.541	10.978	1.492	0.009	0.023	-0.041
Si	54.173	13.678	1.261	-0.001	-0.003	-0.03
Si	56.936	16.28	1.117	-0.009	-0.018	-0.022
Si	43.498	2.626	1.726	-0.002	-0.045	-0.058
Si	56.928	5.477	1.23	-0.016	0.01	-0.064
Si	43.658	8.14	1.327	-0.032	0.022	-0.054
Si	57.068	10.872	1.234	0.006	0.028	-0.032
Si	43.517	13.584	1.602	-0.003	-0.005	-0.036
Si	46.061	16.372	1.639	0.017	-0.011	-0.045
Si	48.818	2.734	1.298	-0.002	-0.014	-0.068
Si	46.31	5.466	1.852	0.011	-0.003	-0.026
Si	49.042	8.241	1.692	0.007	0.043	-0.027
Si	46.189	10.837	1.538	-0.026	-0.005	-0.049
Si	48.84	13.543	1.56	0.008	-0.011	-0.037
Si	50.181	1.36	2.659	0.008	0.013	0.015
Si	52.971	4.024	2.621	0.022	-0.008	0.016
Si	50.397	6.807	2.894	0.021	-0.027	0.023
Si	52.969	9.556	2.711	0	-0.005	-0.007
Si	50.223	12.257	2.928	-0.005	0.012	0.05
Si	52.87	15.006	2.695	-0.035	-0.024	0.022
Si	55.628	1.423	2.466	-0.016	0.006	0.013
Si	58.309	4.089	2.577	0.037	0.025	0.014
Si	55.61	6.788	2.694	0.012	0.01	0.038
Si	58.341	9.571	2.737	-0.005	0.019	0.023
Si	55.641	12.278	2.547	0.012	-0.007	-0.001
Si	42.166	14.922	2.963	0.015	-0.008	-0.008
Si	44.813	1.315	3.109	0.011	0.013	0.031
Si	47.711	4.028	2.965	0.031	-0.032	0.035
Si	44.871	6.893	2.942	-0.013	0.041	0.038
Si	47.542	9.518	2.938	-0.004	0.019	0.032
Si	44.909	12.244	2.905	0.052	0.018	0.029
Si	47.525	14.992	2.843	-0.016	-0.016	-0.001
Si	48.917	16.348	4.147	0.016	0.011	-0.014
Si	51.614	2.689	4.022	-0.01	0.009	-0.008
Si	49.032	5.447	4.252	-0.017	-0.009	0.005
Si	51.719	8.2	4.185	0	-0.006	0.014
Si	48.895	10.89	4.268	-0.004	-0.006	-0.009
Si	51.625	13.647	4.165	0.011	0.004	-0.005
Si	54.31	16.385	3.954	0.009	-0.005	-0.043
Si	56.981	2.713	3.946	-0.021	0	0.006
Si	54.297	5.397	4.046	-0.005	0.007	-0.014
Si	56.988	8.166	4.051	0.004	-0.005	-0.01
Si	54.355	10.923	4.018	0.014	0.014	0.002
Si	56.973	13.604	4.005	0	-0.014	-0.002
Si	43.47	16.263	4.374	-0.021	0.03	0.021
Si	46.269	2.718	4.294	-0.012	-0.009	-0.021
Si	43.495	5.47	4.209	-0.003	-0.004	-0.006
Si	46.233	8.177	4.316	0.012	0.008	0.019
Si	43.531	10.84	4.174	-0.013	-0.021	-0.024
Si	46.238	13.618	4.249	-0.039	-0.005	-0.009
Si	50.33	14.957	16.389	0.004	0.002	-0.015
Si	53.024	17.617	16.351	0.001	-0.018	-0.006
Si	50.3	4.064	16.383	-0.009	-0.008	-0.011
Si	53.019	6.79	16.378	0.001	-0.014	0
Si	50.342	9.506	16.437	0.01	0.002	0.005
Si	53.044	12.228	16.381	-0.012	-0.004	0.004
Si	55.75	14.941	16.365	0.007	-0.006	0.003
Si	42.182	17.672	16.473	-0.01	0.004	0.002
Si	55.748	4.061	16.311	0.006	-0.008	0.001
Si	42.178	6.786	16.432	-0.01	-0.011	-0.006
Si	55.774	9.554	16.326	-0.004	0.004	-0.009
Si	42.214	12.253	16.377	-0.004	-0.002	-0.005
Si	44.914	14.955	16.442	-0.003	0.003	-0.009
Si	47.629	17.677	16.449	0.01	-0.013	-0.006
Si	44.917	4.062	16.479	-0.001	0.008	-0.006
Si	47.597	6.745	16.437	-0.01	-0.026	0
Si	44.907	9.494	16.382	-0.009	0.003	-0.009
Si	47.621	12.234	16.432	-0.002	0.003	0.001
Si	51.642	16.323	17.772	0.006	0.008	0.017
Si	54.439	18.942	17.646	-0.006	0.001	-0.018
Si	51.668	5.389	17.731	0.021	0.024	0.024
Si	54.371	8.231	17.655	-0.002	0.026	-0.02
Si	51.708	10.889	17.793	0	-0.005	-0.005
Si	54.401	13.579	17.734	0	0.009	0.02
Si	57.104	16.294	17.738	0.003	-0.002	0.002
Si	43.556	19.018	17.83	0.005	-0.003	0.022
Si	57.115	5.47	17.601	0.018	0	0.015
Si	43.602	8.105	17.756	0.007	-0.012	0
Si	57.139	10.883	17.72	0.002	-0.003	0.015
Si	43.534	13.6	17.784	0.019	-0.004	0.007
Si	46.305	16.282	17.805	0.005	0.009	0.008
Si	48.961	19.07	17.813	0.012	0.007	-0.004
Si	46.273	5.398	17.884	0.016	0.002	0.001
Si	48.971	8.103	17.752	0.01	0.017	0.014
Si	46.222	10.867	17.745	-0.002	-0.002	0.003
Si	49.015	13.592	17.772	-0.008	0.005	-0.011
Si	50.309	17.723	19.169	0.019	-0.013	-0.016
Si	53.054	20.244	18.959	-0.042	-0.016	-0.018
Si	50.319	6.736	19.126	-0.031	-0.042	-0.004
Si	53.083	9.538	19.144	0.019	0.009	-0.018
Si	50.354	12.252	19.166	0.022	0.012	-0.004
Si	53.013	14.936	19.076	-0.002	-0.022	-0.029
Si	55.754	17.65	19.115	0.002	0.002	0
Si	42.195	20.432	19.153	-0.007	-0.012	-0.033
Si	55.766	6.883	18.91	0.028	-0.004	-0.021
Si	42.245	9.492	19.033	-0.003	0.025	-0.012
Si	55.761	12.214	19.102	-0.004	0.011	-0.019
Si	58.441	14.937	19.126	-0.001	-0.009	-0.016
Si	44.933	17.61	19.165	-0.013	0.022	-0.04
Si	47.624	20.354	19.29	-0.008	0.01	0.002
Si	44.905	6.769	19.231	-0.023	0.019	-0.011
Si	47.573	9.474	19.05	-0.009	-0.03	-0.033
Si	44.883	12.23	19.134	0.009	-0.01	0
Si	47.7	14.934	19.17	0	0.014	-0.015
Si	48.967	16.381	20.57	-0.006	-0.006	0.045
Si	51.779	18.993	20.517	0.017	-0.02	0.056
Si	49.006	5.409	20.64	0.005	0.007	0.059
Si	51.712	8.13	20.421	0.008	0.034	0.045
Si	48.937	10.82	20.373	-0.013	-0.007	0.055
Si	51.715	13.615	20.545	0.013	0.023	0.039
Si	54.352	16.286	20.446	-0.014	-0.004	0.056
Si	57.111	19.109	20.372	-0.013	-0.004	0.049
Si	54.426	5.395	20.074	0.017	0.002	0.022
Si	57.123	8.171	20.344	0.012	0.023	0.031
Si	54.461	10.864	20.553	-0.003	-0.02	0.069
Si	57.083	13.571	20.508	-0.003	0.004	0.064
Si	43.608	16.202	20.525	0.024	0	0.03
Si	46.242	18.938	20.62	0.015	-0.023	0.071
Si	43.512	5.447	20.611	-0.003	0.006	0.055
Si	46.285	8.163	20.536	0.009	0.001	0.062
Si	43.532	10.832	20.48	0.012	0.005	0.03
Si	46.359	13.503	20.472	-0.001	-0.039	0.038
Si	50.589	15.257	21.818	0.008	-0.058	-0.64
Si	52.898	17.407	21.922	0.088	0.163	-0.689
Si	50.731	20.62	21.833	-0.294	-0.172	-0.669
Si	52.953	6.463	21.465	-0.012	0.234	-0.682
Si	50.104	9.298	21.659	0.178	0.028	-0.715
Si	53.312	12.472	21.861	-0.15	-0.195	-0.737
Si	55.457	14.73	21.775	0.207	0.031	-0.769
Si	42.434	17.824	21.721	-0.161	-0.076	-0.82
Si	55.9	20.738	21.559	0.011	-0.21	-0.728
Si	41.826	6.721	21.701	0.253	-0.011	-0.628
Si	56.108	9.693	21.817	-0.259	-0.089	-0.69
Si	58.249	11.964	21.778	0.085	0.151	-0.753
Si	45.152	14.933	21.832	-0.223	-0.066	-0.658
Si	47.268	17.287	22.007	0.195	0.221	-0.742
Si	44.614	20.065	21.874	0.137	0.249	-0.759
Si	47.902	7.101	21.881	-0.133	-0.232	-0.73
Si	45.136	9.756	21.837	-0.127	-0.189	-0.71
Si	47.452	11.889	21.824	0.078	0.212	-0.749
Si	64.296	21.24	31.067	-0.034	0.017	0.079
Si	52.647	10.299	26.615	-0.008	-0.088	0.147
Si	52.99	15.065	27.244	-0.107	0.027	-0.091
Si	55.97	15.17	31.083	0.217	-0.085	0.142
Si	48.9	13.603	24.002	-0.017	-0.084	-0.018
Si	63.961	12.512	29.873	0.037	0.043	0.148
Si	40.696	16.502	24.007	0.005	-0.009	-0.175
Si	52.959	18.428	30.437	0.063	-0.017	0.18
Si	60.149	20.696	27.948	-0.026	-0.101	-0.081
Si	47.354	6.482	24.911	-0.05	0.082	-0.073
Si	50.389	10.152	30.955	-0.085	-0.024	-0.074
Si	51.248	17.023	26.128	0.001	0.023	0.066
Si	60.049	12.701	26.193	0.068	0.001	-0.005
Si	61.067	16.915	29.101	0.004	-0.059	0.078
Si	57.045	16.322	26.939	-0.01	-0.093	0.017
Si	56.529	20.101	25.804	-0.021	0.115	-0.095
Si	59.153	7.106	28.514	-0.082	0.077	0.001
Si	61.093	12.104	28.705	0.044	0.004	0.026
Si	53.748	13.823	29.654	0.031	0.055	0.096
Si	43.579	7.944	23.798	-0.048	0.14	-0.058
Si	63.698	15.407	28.696	0.033	-0.041	-0.079
Si	44.804	21.596	24.444	-0.058	-0.111	-0.036
Si	58.864	9.209	30.744	0.12	0.026	0.079
Si	54.186	19.441	23.94	-0.011	-0.14	-0.169
Si	52.096	10.35	23.629	0.064	0.109	-0.006
Si	59.324	19.904	25.123	0.191	-0.028	-0.022
Si	50.883	13.142	30.815	-0.089	0.032	0.059
Si	51.307	19.707	24.657	-0.019	0.114	-0.13
Si	50.2	17.729	29.02	0.018	-0.003	-0.031
Si	59.014	15.875	31.168	-0.087	-0.045	0.107
Si	54.669	7.954	26.523	-0.033	0.165	0.039
Si	47.335	17.975	25.046	-0.043	-0.072	-0.124
Si	57.829	18.812	28.215	0.049	0.045	0.006
Si	54.453	12.716	27.057	-0.021	0.026	0.03
Si	63.643	8.185	28.653	0.119	0.033	0.125
Si	45.049	11.171	26.254	0.034	-0.066	-0.129
Si	54.227	8.169	23.536	0.125	0.055	0.039
Si	53.889	21.101	31.302	-0.092	0.051	0.191
Si	54.442	23.111	29.283	0.003	0.124	0.095
Si	47.275	8.992	26.855	-0.078	0.014	0.136
Si	61.45	17.752	26.09	-0.035	0.102	-0.107
Si	62.261	18.882	31.189	0.014	-0.001	0.209
Si	62.91	20.253	26.637	-0.082	0.088	-0.046
Si	51.405	7.659	29.846	-0.128	-0.021	-0.014
Si	55.538	17.554	29.137	0.053	0.112	-0.111
Si	57.356	13.177	27.615	0.03	0.15	0.038
Si	58.538	12.012	30.11	-0.131	-0.022	0.16
Si	57.281	6.754	26.259	-0.033	-0.03	-0.078
Si	48.955	20.577	26.062	-0.05	-0.109	-0.061
Si	56.34	7.945	31.427	0.011	-0.117	0.008
Si	43.858	13.003	24.083	0.09	-0.039	-0.166
Si	49.31	21.964	31.215	0.148	0.067	0.059
Si	50.057	9.542	28.169	0.04	-0.032	-0.023
Si	63.141	15.313	25.54	0.054	0.048	0.057
Si	50.282	15.001	5.517	-0.015	-0.006	0.013
Si	52.985	1.365	5.405	-0.012	-0.001	0.01
Si	50.371	4.047	5.525	0.029	0.005	0.003
Si	53.04	6.786	5.489	0.032	0.006	0.003
Si	50.308	9.516	5.54	-0.023	-0.015	0.005
Si	53.013	12.255	5.446	-0.004	-0.001	0
Si	55.65	14.999	5.359	-0.013	0.004	-0.01
Si	58.354	1.387	5.365	0.004	0.01	-0.001
Si	55.683	4.062	5.388	-0.003	-0.013	0.007
Si	42.144	6.825	5.547	-0.002	-0.015	-0.011
Si	55.68	9.55	5.42	-0.004	-0.015	0.003
Si	42.185	12.196	5.559	0.027	0.004	0.011
Si	44.884	14.925	5.646	0.022	-0.008	0.01
Si	47.611	1.339	5.597	0.01	-0.001	0.007
Si	44.886	4.12	5.565	-0.015	-0.003	0.018
Si	47.624	6.787	5.585	-0.008	-0.019	0.004
Si	44.871	9.55	5.613	-0.001	0.014	0
Si	47.581	12.268	5.613	0	0.012	0.011
Si	51.665	16.348	6.841	0.001	-0.005	-0.003
Si	54.345	2.718	6.782	0.001	0.013	-0.003
Si	51.694	5.436	6.873	0.002	-0.012	0.003
Si	54.381	8.169	6.824	-0.005	-0.002	0
Si	51.677	10.899	6.849	0.007	-0.002	-0.005
Si	54.356	13.632	6.791	0.001	-0.001	-0.003
Si	57.033	16.328	6.743	0.004	0.009	-0.006
Si	43.55	2.746	6.938	0.003	-0.014	-0.004
Si	40.823	5.479	6.935	-0.011	-0.002	0.009
Si	43.51	8.166	6.924	0.006	0.003	-0.001
Si	40.814	10.856	6.89	0	-0.006	-0.001
Si	43.522	13.552	6.952	0.007	-0.007	0.003
Si	46.256	16.307	6.954	-0.013	0.006	0.003
Si	48.986	2.718	6.901	0.009	0.003	-0.007
Si	46.249	5.449	6.935	0.003	0.002	0.001
Si	48.973	8.161	6.92	0.005	-0.002	0.002
Si	46.23	10.903	6.961	-0.009	0.005	0.003
Si	48.96	13.634	6.915	-0.002	0.005	0.001
Si	50.33	17.681	8.251	0.009	0.006	0.001
Si	53.043	4.071	8.21	0.009	0.017	0.006
Si	50.329	6.785	8.248	-0.018	-0.012	-0.004
Si	53.022	9.518	8.197	-0.004	-0.02	-0.012
Si	50.327	12.25	8.231	-0.002	0.006	-0.007
Si	53.011	14.967	8.187	-0.011	0.001	0.003
Si	55.707	17.68	8.143	-0.019	-0.013	-0.003
Si	42.184	4.104	8.277	0.009	0.015	-0.007
Si	55.733	6.796	8.168	0.009	0.018	0.004
Si	42.165	9.522	8.283	-0.003	0.004	-0.007
Si	55.712	12.262	8.154	0.007	0.001	-0.008
Si	42.167	14.949	8.272	-0.001	-0.002	-0.01
Si	44.902	17.689	8.282	0.011	0.012	0
Si	47.617	4.074	8.259	-0.006	-0.007	0.001
Si	44.888	6.815	8.275	-0.008	-0.014	-0.001
Si	47.609	9.524	8.274	-0.002	0	-0.012
Si	44.882	12.235	8.331	-0.005	-0.001	0.004
Si	47.61	14.958	8.302	0.012	-0.005	0.004
Si	48.976	16.326	9.627	-0.01	-0.008	0.001
Si	51.682	2.729	9.59	-0.002	0.001	-0.004
Si	48.965	5.439	9.613	0.005	0.002	0
Si	51.683	8.162	9.585	0.002	0.012	-0.006
Si	48.976	10.891	9.607	0.002	0.005	-0.006
Si	51.677	13.61	9.58	0.003	-0.002	0
Si	54.373	16.328	9.536	0.01	0.004	-0.003
Si	40.833	2.736	9.626	0.007	-0.011	-0.003
Si	54.391	5.442	9.556	-0.002	-0.005	0.001
Si	40.816	8.17	9.637	-0.004	0.001	0
Si	54.379	10.889	9.538	-0.013	0.001	-0.007
Si	40.817	13.588	9.617	0.003	0.002	-0.002
Si	43.538	16.318	9.617	0.002	0.005	-0.003
Si	46.266	2.72	9.629	0.009	-0.007	0.002
Si	43.544	5.45	9.636	-0.001	-0.008	0
Si	46.25	8.165	9.631	-0.009	0.007	0
Si	43.525	10.866	9.659	0.003	0.002	0.004
Si	46.253	13.602	9.659	-0.003	0	0
Si	50.325	14.951	10.966	0.004	-0.002	0.002
Si	53.03	17.674	10.929	-0.006	-0.001	-0.004
Si	50.322	4.078	10.961	-0.008	-0.005	0.001
Si	53.036	6.794	10.935	0	-0.007	0.002
Si	50.329	9.519	10.953	-0.007	-0.014	0
Si	53.029	12.233	10.921	0.005	-0.004	-0.002
Si	55.738	14.964	10.879	-0.013	-0.001	-0.004
Si	42.198	17.688	10.972	0.002	-0.004	-0.007
Si	39.479	4.109	10.965	-0.004	0.009	-0.002
Si	42.183	6.805	10.987	0.003	-0.003	-0.003
Si	39.465	9.546	10.971	0.005	0.015	-0.004
Si	42.175	12.245	10.997	-0.009	-0.005	-0.002
Si	44.893	14.971	10.996	0.006	0.006	0.002
Si	47.613	17.677	10.988	0.002	0.008	0.003
Si	44.906	4.08	10.979	0.002	0.004	-0.002
Si	47.607	6.796	10.978	-0.005	-0.004	-0.001
Si	44.899	9.511	11.005	-0.007	0	0.002
Si	47.622	12.233	10.99	-0.002	-0.007	0.005
Si	51.684	16.316	12.306	0.006	0.007	0.005
Si	54.381	19.041	12.276	0.001	-0.01	-0.004
Si	51.673	5.445	12.31	-0.005	0.005	-0.003
Si	54.392	8.163	12.281	-0.003	0.009	-0.003
Si	51.683	10.881	12.308	0.001	0.008	0.001
Si	54.394	13.601	12.251	0.006	-0.002	-0.003
Si	57.094	16.319	12.238	0.003	-0.004	0.001
Si	43.56	19.036	12.34	0.005	-0.002	0.001
Si	40.842	5.44	12.347	0.006	-0.003	0.002
Si	43.541	8.15	12.356	0	-0.003	0.006
Si	40.819	10.89	12.348	-0.004	-0.007	0.001
Si	43.545	13.603	12.35	-0.003	0.002	0.003
Si	46.251	16.326	12.356	0.001	-0.006	0.002
Si	48.97	19.038	12.33	-0.002	0	0.003
Si	46.252	5.435	12.342	-0.005	-0.011	0.007
Si	48.971	8.162	12.319	0.004	0.014	0.001
Si	46.272	10.869	12.351	-0.001	0.003	0.002
Si	48.972	13.599	12.343	0.001	-0.001	0.003
Si	50.326	17.669	13.673	0.002	-0.014	0.005
Si	53.024	4.071	13.654	-0.008	0.001	-0.001
Si	50.313	6.798	13.68	-0.012	-0.002	-0.002
Si	53.039	9.513	13.658	0.005	-0.01	0.006
Si	50.327	12.228	13.691	0.001	-0.002	0.007
Si	53.04	14.933	13.636	0.013	-0.011	-0.01
Si	55.731	17.662	13.614	-0.003	0.011	0.004
Si	42.214	4.074	13.7	0.007	-0.01	0.002
Si	55.751	6.797	13.632	0.007	-0.009	0.003
Si	42.178	9.519	13.694	-0.005	0.014	-0.003
Si	55.749	12.25	13.61	-0.015	0.005	-0.007
Si	58.455	14.948	13.586	0.006	-0.006	-0.001
Si	44.899	17.683	13.728	-0.006	0.01	0.003
Si	47.602	4.063	13.692	0.005	0	0.003
Si	44.894	6.781	13.714	-0.008	0.001	0.009
Si	47.63	9.504	13.709	0.001	-0.019	0.001
Si	44.916	12.238	13.696	0.004	-0.007	0.006
Si	47.61	14.96	13.704	-0.009	0.006	0.005
Si	48.97	16.327	15.053	0.002	0.006	0.001
Si	51.677	19.024	15.03	0.001	0.012	0.003
Si	48.951	5.426	15.036	0.004	0.012	-0.004
Si	51.673	8.161	15.03	0.002	0.006	0.003
Si	48.982	10.869	15.074	-0.006	-0.003	0.001
Si	51.691	13.596	15.029	0.011	0.007	-0.001
Si	54.392	16.283	14.988	-0.011	-0.004	-0.005
Si	57.097	19.024	14.946	0.006	-0.004	-0.002
Si	54.379	5.442	14.995	-0.005	0.004	-0.007
Si	57.121	8.177	14.964	0.009	0.005	-0.001
Si	54.401	10.9	14.984	0.009	0.001	0.005
Si	57.105	13.603	14.975	0.002	0.009	-0.001
Si	43.543	16.321	15.094	-0.001	-0.002	0.008
Si	46.263	19.036	15.089	0.007	0.004	0.011
Si	43.554	5.417	15.094	-0.001	-0.007	0.011
Si	46.273	8.127	15.056	0.003	0.006	0.003
Si	43.553	10.87	15.034	0.001	-0.008	-0.002
Si	46.263	13.595	15.071	0.005	0.001	-0.002
O	57.801	17.519	23.021	-0.307	0.392	0.306
O	66.42	14.725	23.234	0.058	-0.551	0.341
O	68.122	16.086	21.846	-0.013	-0.309	0.163
O	8.168	5.573	22.127	0.233	0.148	0.194
O	70.867	8.033	29.606	-0.283	-0.415	0.173
O	11.946	8.561	27.232	-0.366	0.078	-0.249
O	10.405	7.911	29.293	0.073	-0.12	0.361
O	71.195	6.956	27.219	0.296	-0.347	0.135
O	73.162	18.668	32.874	0.09	0.028	-0.531
O	66.841	10.104	22.973	-0.247	0.177	0.251
O	68.702	17.567	31.858	-0.107	-0.2	-0.493
O	59.01	7.101	22.812	0.215	0.562	-0.095
O	61.219	9.627	23.521	-0.407	-0.205	0.324
O	67.942	5.451	22.235	-0.065	-0.054	0.523
O	61.121	6.637	24.308	0.136	0.435	0.289
O	72.997	12.852	32.365	-0.636	-0.07	0.113
O	62.585	11.035	21.937	-0.113	0.128	0.13
O	69.562	7.369	23.019	0.085	-0.186	0.386
O	12.463	19.583	31.926	-0.217	-0.3	-0.357
O	67.562	11.768	24.859	0.322	0.217	0.019
O	10.694	16.271	29.814	0.369	-0.213	-0.042
O	8.119	10.82	22.112	-0.11	0.088	0.395
O	66.282	22.622	27.664	-0.038	0.212	-0.29
O	71.893	8.963	31.853	0.267	-0.209	-0.233
O	66.774	14.331	31.879	-0.209	0.045	-0.353
O	62.788	13.792	25.088	-0.519	-0.246	0.312
O	59.876	19.012	22.219	0.104	0.028	0.269
O	13.345	13.212	32.728	0.169	-0.094	-0.153
O	6.971	19.872	25.833	0.682	0.004	-0.038
O	69.645	22.372	32.121	-0.171	0.078	-0.357
O	62.481	16.391	22.159	0.041	-0.014	0.473
O	71.027	10.615	29.864	-0.071	0.448	0.365
O	9.678	16.882	32.117	0.08	0.123	-0.277
O	16.931	9.373	31.783	0.046	-0.204	-0.511
O	9.054	16.333	27.784	-0.107	0.207	-0.105
O	68.81	12.661	31.981	-0.067	0.116	-0.114
O	15.825	10.527	29.641	0.089	-0.128	0.093
O	63.958	18.482	22.924	-0.437	0.297	0.284
O	64.976	11.629	28.989	0.083	0.288	0.143
O	63.025	11.175	24.823	0.226	-0.283	0.247
O	14.426	17.832	31.927	0.068	-0.042	-0.323
O	66.613	18.085	30.255	-0.265	-0.028	0.193
O	16.197	16.077	32.762	0.099	0.175	-0.446
O	70.21	17.269	25.938	0.14	-0.047	-0.229
O	18.831	24.062	32.656	-0.145	0.068	-0.183
O	63.553	6.408	23.267	0.316	-0.039	0.485
O	70.358	10.701	32.884	-0.1	-0.042	-0.169
O	13.493	16.175	28.157	-0.364	-0.036	-0.078
O	67.563	12.993	29.707	-0.615	-0.341	-0.08
O	60.911	14.378	22.834	0.317	-0.327	0.354
O	63.733	6.733	27.963	-0.446	-0.259	-0.431
O	10.809	21.409	32.87	-0.03	-0.077	-0.244
O	16.662	22.743	27.331	-0.047	-0.12	0.603
O	8.199	23.059	29.308	-0.409	-0.31	-0.299
O	71.764	15.591	27.314	-0.241	-0.57	0.315
O	71.952	15.068	31.803	-0.183	0.422	-0.452
O	13.371	7.952	32.947	0.06	0.059	-0.351
O	9.34	18.493	29.277	-0.316	-0.061	0.238
O	70.539	21.366	29.888	0.462	0.305	-0.319
O	9.319	23.144	31.767	-0.036	0.647	-0.303
O	8.013	9.269	29.733	0.461	0.349	0.277
O	68.743	7.551	27.996	-0.239	0.357	-0.206
O	66.186	19.946	23.062	0.086	0.155	0.342
O	70.328	16.167	33.241	-0.194	-0.1	-0.072
O	72.397	13.584	29.73	-0.399	0.25	-0.037
O	64.261	9.369	27.746	-0.103	0.212	-0.491
O	61.112	13.045	27.378	0.367	0.42	-0.094
O	16.146	21.153	32.844	-0.033	0.233	0.325
O	69.902	19.71	24.762	-0.262	0.516	0.1
O	72.241	22.383	31.53	0.071	0.334	0.203
O	8.736	8.563	27.358	-0.064	0.491	-0.188
O	64.169	12.757	23.024	0.51	0.463	0.101
O	12.092	9.908	31.888	-0.078	0.387	-0.076
O	6.645	20.095	23.183	-0.2	-0.262	0.189
O	8.948	11.963	29.017	0.197	-0.176	-0.29
O	65.135	12.724	25.431	-0.049	0.603	0.219
O	67.493	19.784	32.046	0.376	0.181	-0.028
O	9.184	14.529	31.062	0.274	-0.343	-0.017
O	9.725	11.54	31.626	0.082	-0.33	0.042
O	14.76	22.716	31.587	-0.428	0.168	-0.52
O	71.086	22.002	24.853	-0.387	0.179	-0.22
O	60.741	10.636	28.143	-0.363	0.03	0.107
O	6.061	9.283	22.736	0.11	0.091	0.074
O	69.801	16.751	28.584	0.058	0.182	0.377
O	61.838	20.82	22.832	0.102	-0.265	0.266
O	14.951	11.151	32.059	-0.338	-0.09	-0.049
O	16.023	18.119	28.193	-0.188	0.388	0.201
O	67.072	7.237	30.007	0.32	-0.33	0.442
O	11.635	15.101	31.936	0.21	0.231	-0.388
O	11.375	17.679	27.797	-0.025	0.211	-0.628
O	67.308	15.96	28.899	-0.32	-0.372	0.045
O	66.326	18.033	27.632	0.066	0.42	-0.027
O	15.684	20.216	26.494	-0.277	0.297	-0.035
O	62.08	8.523	28.764	-0.028	-0.165	0.369
O	69.459	17.583	23.413	0.094	-0.1	0.261
O	58.969	12.6	23.099	0.31	-0.054	0.455
O	5.422	13.602	22.109	-0.214	-0.17	0.46
O	70.352	20.131	27.7	-0.157	0.172	-0.513
O	68.903	11.788	22.701	0.063	-0.088	0.11
O	58.476	15.134	23.428	0.009	0.201	-0.062
O	25.978	23.73	31.952	-0.518	0.018	-0.326
O	10.892	10.414	29.626	-0.34	-0.284	-0.459
O	67.149	13.047	27.095	-0.064	0.59	0.005
O	8.313	13.848	27.296	0.207	-0.151	-0.449
O	24.976	21.654	29.413	-0.019	0.184	0.58
O	71.119	20.158	32.125	-0.4	-0.352	-0.227
O	55.965	15.568	23.078	-0.414	0.314	0.474
O	71.907	18.091	27.77	0.337	-0.234	0.314
O	31.752	17.424	22.99	0.201	0.136	0.625
O	11.881	21.064	26.02	0.167	-0.735	0.051
O	15.173	14.258	27.353	0.383	0.188	-0.199
O	68.958	19.238	29.857	0.421	-0.423	-0.358
O	66.533	16.243	25.636	0.27	-0.392	0.316
O	7.956	6.984	25.434	0.009	-0.522	-0.367
O	52.378	13.546	30.423	0.217	0.07	0.174
O	13.217	11.349	29.89	0.422	-0.047	0.306
O	14.751	20.175	30.73	0.111	0.049	-0.426
O	46.725	19.507	29.025	-0.156	0.395	-0.154
O	10.416	20.603	28.213	0.376	-0.132	-0.188
O	54.579	6.806	27.669	0.135	-0.363	-0.095
O	49.691	14.581	22.993	-0.217	-0.043	0.241
O	69.17	14.301	28.072	0.337	0.132	-0.206
O	21.182	6.485	22.994	0.375	0.384	0.424
O	66.55	9.578	29.067	0.471	0.17	-0.033
O	69.017	14.961	30.584	0.278	0.375	0.368
O	10.084	6.426	26.744	-0.018	-0.038	0.194
O	61.741	9.268	26.126	0.125	-0.535	-0.15
O	65.226	8.185	22.241	0.129	-0.095	0.534
O	60.458	11.403	25.332	-0.383	-0.125	-0.09
O	23.216	8.937	23.192	0.321	-0.467	0.132
O	64.736	16.573	29.134	-0.261	0.32	0.253
O	9.834	14.82	23.799	0.02	0.091	-0.118
O	18.952	16.303	25.324	0.195	-0.585	-0.08
O	19.056	16.034	21.813	0.213	-0.111	-0.057
O	24.435	5.486	22.081	0.156	0.055	0.458
O	21.886	8.444	29.67	-0.452	-0.224	0.035
O	29.669	8.44	28.467	-0.015	0.483	-0.368
O	25.831	6.703	27.311	-0.144	0.529	-0.215
O	13.721	8.666	25.314	-0.026	0.168	-0.203
O	24.406	18.708	32.782	0.119	0.125	-0.604
O	18.315	9.914	23.075	-0.124	-0.087	0.42
O	19.508	18.038	32.042	0.067	0.314	-0.155
O	9.755	7.608	22.703	-0.383	0.14	0.081
O	11.834	9.148	23.092	-0.115	-0.086	0.619
O	19.107	5.521	21.795	-0.241	-0.05	-0.047
O	11.715	6.688	24.151	0.101	-0.087	0.016
O	16.66	5.356	0.029	0.037	0.063	-0.115
O	13.567	10.981	22.229	-0.053	-0.059	0.396
O	46.396	14.639	27.167	-0.257	0.221	0.064
O	28.87	19.477	32.394	-0.248	-0.086	0.099
O	19.285	10.697	25.416	-0.354	0.556	0.312
O	27.068	16.849	30.279	-0.205	-0.048	-0.417
O	24.609	10.808	22.093	0.105	0.005	0.388
O	43.67	21.383	29.686	0.451	0.183	-0.469
O	23.468	9.163	31.686	0.281	0.135	-0.305
O	28.285	22.763	27.687	0.577	-0.159	-0.018
O	19.806	12.498	32.093	0.302	0.266	-0.274
O	12.059	14.063	22.805	0.423	-0.149	0.02
O	10.822	19.004	22.381	-0.012	-0.137	0.254
O	29.795	13.306	32.844	0.105	0.079	-0.444
O	23.302	17.021	29.932	0.405	0.161	0.202
O	20.582	22.172	31.919	-0.478	-0.033	-0.276
O	13.454	16.169	22.02	0.173	0.152	0.415
O	22.922	10.24	28.056	0.399	-0.072	0.337
O	26.061	16.576	32.542	0.024	-0.195	0.126
O	36.144	8.518	28.812	0.005	-0.36	0.102
O	27.017	16.488	26.272	0.273	0.111	-0.489
O	59.435	21.066	23.988	-0.054	-0.188	-0.394
O	30.998	9.011	30.608	0.166	-0.126	0.409
O	17.361	17.244	23.569	-0.079	-0.021	-0.316
O	16.153	8.978	27.635	-0.096	-0.153	0.355
O	16.434	13.315	25.22	0.492	-0.275	0.237
O	30.896	17.863	31.925	0.364	-0.253	-0.567
O	17.721	17.387	30.099	0.011	-0.2	0.04
O	32.586	16.087	32.819	0.116	0.113	-0.285
O	21.382	15.238	29.432	-0.326	-0.391	0.179
O	35.203	7.945	32.984	-0.205	-0.134	-0.283
O	14.508	7.233	23.148	-0.318	-0.047	0.026
O	21.644	10.675	32.751	-0.239	-0.164	-0.394
O	31.292	12.198	27.332	-0.083	-0.055	0.56
O	9.015	17.221	23.189	-0.169	0.297	0.365
O	18.922	12.902	29.713	-0.315	0.444	-0.311
O	50.419	17.507	27.431	-0.332	0.067	-0.089
O	36.677	13.493	30.791	-0.009	-0.186	0.164
O	27.222	21.538	32.838	0.014	0.168	-0.518
O	30.455	22.807	30.048	-0.412	-0.097	-0.114
O	24.381	7.821	29.412	0.555	0.409	0.081
O	22.454	18.098	27.676	0.049	0.183	-0.574
O	23.265	14.318	31.567	-0.378	-0.055	-0.253
O	29.888	24.082	33.057	0.067	-0.023	-0.064
O	50.59	8.029	28.478	-0.11	-0.443	-0.344
O	21.797	21.618	29.615	0.501	0.035	-0.36
O	25.061	9.874	26.576	-0.089	-0.212	0.301
O	41.11	21.817	29.678	-0.546	-0.098	-0.215
O	17.909	21.37	25.588	0.101	0.494	0.157
O	17.672	20.288	23.198	-0.384	-0.161	0.071
O	21.474	16.435	31.878	0.339	-0.367	0.043
O	23.976	13.865	29.03	-0.382	-0.044	-0.022
O	20.906	22.521	27.171	-0.578	0.07	0.037
O	27.365	9.032	27.514	-0.133	0.324	0.242
O	19.282	22.091	29.134	-0.08	0.688	0.047
O	13.991	12.63	25.68	0.286	0.057	-0.409
O	32.77	21.629	29.923	0.304	0.4	-0.532
O	20.109	20.77	24.249	0.048	0.037	0.275
O	22.999	23.021	31.392	0.247	-0.094	0.516
O	34.289	19.023	24.728	-0.133	-0.093	-0.453
O	27.456	7.747	29.808	-0.028	-0.388	0.174
O	16.108	7.725	25.227	0.25	0.049	-0.362
O	15.128	13.054	22.942	-0.257	0.127	0.268
O	28.024	9.138	31.998	0.178	0.191	-0.281
O	22.359	20.388	22.879	0.113	-0.634	0.075
O	25.231	14.554	26.791	0.462	-0.322	-0.293
O	29.396	18.027	26.664	-0.054	0.723	0.316
O	17.227	19.054	32.08	-0.565	-0.03	-0.109
O	25.768	14.609	30.777	0.2	-0.14	-0.469
O	26.607	11.591	32.398	0.37	-0.018	0.299
O	49.528	10.194	29.577	-0.706	0.161	0.033
O	31.693	22.275	32.281	0.476	-0.135	-0.174
O	22.384	21.705	25.139	0.551	-0.445	0.026
O	58.587	6.967	25.326	0.115	0.183	0.333
O	12.17	10.761	25.812	-0.462	-0.187	-0.388
O	18.324	8.533	26.524	0.126	-0.401	-0.266
O	59.913	13.953	25.201	0.371	0.569	0.141
O	39.901	10.456	28.32	-0.002	0.278	-0.176
O	12.585	20.696	23.428	0.537	-0.245	0.367
O	29.574	11.085	29.694	-0.079	-0.168	-0.185
O	31.677	16.529	26.431	0.279	0.02	-0.257
O	24.003	12.283	26.841	0.308	0.111	-0.196
O	28.058	15.017	31.957	0.162	0.019	-0.442
O	36.456	18.484	23.207	0.481	0.499	0.001
O	20.006	17.789	23.284	0.398	0.137	0.314
O	19.981	15.008	27.236	-0.326	-0.361	-0.141
O	17.727	16.196	27.723	-0.182	-0.49	-0.031
O	31.607	18.862	25.375	-0.295	0.105	-0.465
O	18.798	11.037	27.862	-0.558	-0.042	-0.178
O	13.974	5.993	25.231	0.396	-0.389	0.464
O	27.196	12.079	29.866	-0.115	0.388	-0.417
O	10.027	12.354	23.061	-0.011	-0.309	0.347
O	21.732	13.626	22.2	-0.175	-0.097	0.345
O	20.634	20.022	27.998	-0.017	-0.066	-0.239
O	20.06	11.85	23.13	-0.006	0.26	0.25
O	10.103	8.521	25.073	0.114	0.441	0.244
O	26.648	8.329	25.089	-0.063	-0.309	0.283
O	59.217	19.544	28.644	0.006	-0.146	0.643
O	15.459	15.493	24.119	-0.435	-0.076	-0.12
O	25.996	9.795	30.583	-0.634	0.024	-0.243
O	20.612	9.277	27.406	0.125	-0.296	-0.131
O	22.566	14.544	27.083	-0.138	0.335	-0.43
O	61.736	20.447	27.761	0.236	-0.106	0.473
O	22.614	20.448	31.852	0.119	-0.027	-0.552
O	7.3	15.226	23.039	-0.392	0.186	0.181
O	51.378	10.365	27.636	0.057	0.448	0.038
O	53.693	18.04	23.231	0.311	-0.235	0.275
O	36.857	7.096	23.14	-0.003	-0.165	0.313
O	45.373	17.623	27.74	0.272	-0.214	0.083
O	18.846	19.809	30.251	0.585	0.254	0.021
O	18.586	18.887	25.185	0.068	0.048	0.641
O	23.38	22.673	27.429	0.126	-0.363	0.022
O	15.706	17.685	25.631	0.184	-0.082	0.054
O	39.108	17.765	30.064	0.331	0.026	0.278
O	29.128	18.435	30.064	0.359	-0.159	-0.299
O	47.14	12.817	29.051	-0.006	-0.357	-0.209
O	26.573	20.592	27.722	0.294	-0.414	-0.39
O	27.407	13.325	25.243	-0.183	0.208	0.566
O	14.94	17.911	23.128	0.027	0.424	0.072
O	44.563	18.382	30.119	0.217	0.106	0.191
O	31.223	11.422	31.755	0.305	0.198	-0.225
O	20.713	10.767	29.564	-0.109	-0.157	0.8
O	20.932	12.844	28.134	0.421	-0.156	-0.36
O	22.295	7.907	25.531	0.147	0.122	0.077
O	17.444	14.252	22.94	0.319	-0.05	0.32
O	16.53	8.269	22.082	0.176	0.021	0.383
O	12.321	12.685	27.663	-0.333	0.12	0.174
O	45.232	20.523	23.314	0.336	-0.266	0.325
O	13.733	13.925	29.519	-0.024	0.006	0.371
O	25.758	14.803	23.792	-0.23	0.019	-0.116
O	40.787	5.584	22.261	-0.055	0.119	0.484
O	35.288	16.35	22.3	0.167	-0.205	0.184
O	54.048	7.672	25.055	-0.248	-0.41	-0.043
O	38.327	22.16	26.118	0.144	-0.002	-0.302
O	46.361	10.208	26.275	0.123	0.319	-0.404
O	42.181	20.719	27.564	-0.297	0.34	-0.046
O	32.056	7.266	25.829	0.087	0.085	0.045
O	40.798	18.751	32.958	0.05	0.072	-0.284
O	34.359	10.215	22.813	-0.126	0.277	0.149
O	35.367	18.822	33.036	-0.077	-0.181	-0.216
O	26.188	7.288	22.83	-0.004	0.05	0.394
O	27.937	9.304	22.95	-0.065	0.231	0.283
O	35.128	21.548	22.187	-0.169	0.043	0.46
O	30.158	21.759	25.303	-0.026	-0.272	0.494
O	40.797	13.245	33.069	0.029	0.097	-0.228
O	29.887	10.909	22.116	-0.189	0.197	0.339
O	51.946	10.041	25.19	-0.698	-0.064	0.028
O	45.544	20.854	31.482	0.222	-0.179	-0.253
O	34.883	11.432	25.02	-0.261	0.399	-0.132
O	42.717	16.805	29.163	0.076	-0.05	-0.22
O	40.742	10.769	22.247	0.036	0.025	0.416
O	35.285	21.294	29.564	-0.047	0.478	-0.092
O	40.294	9.279	32.318	0.167	-0.389	-0.095
O	49.404	16.492	29.694	0.345	-0.55	-0.239
O	34.466	14.61	31.78	-0.039	0.087	-0.246
O	28.155	14.368	22.918	0.189	-0.131	0.516
O	27.2	18.968	22.164	-0.115	-0.201	0.57
O	46.137	13.288	32.965	-0.015	-0.081	0.034
O	36.084	15.604	27.113	0.463	-0.226	-0.42
O	36.901	22.353	32.164	-0.154	-0.789	-0.067
O	29.508	16.416	22.009	-0.154	0.647	-0.101
O	37.788	10.515	29.744	-0.16	0.361	0.127
O	40.346	15.833	28.782	-0.098	-0.17	-0.424
O	49.631	9.624	32.294	-0.476	-0.014	0.077
O	41.436	15.845	25.263	-0.501	0.062	0.417
O	35.751	11.908	32.595	0.065	0.325	-0.26
O	49.664	13.168	29.74	-0.01	0.074	-0.49
O	29.89	16.865	24.582	-0.633	0.037	0.195
O	60.338	18.621	25.229	-0.037	-0.177	-0.276
O	32.063	13.369	25.127	0.404	-0.235	0.184
O	46.423	18.785	32.677	-0.188	0.15	-0.518
O	48.782	9.517	27.18	-0.081	0.091	-0.296
O	48.226	16.951	32.032	0.51	-0.137	-0.063
O	37.942	15.38	29.551	-0.572	0.031	-0.035
O	51.462	24.125	33.086	0.089	0.003	-0.344
O	31.569	6.308	23.345	-0.306	-0.306	0.259
O	38.046	10.628	32.997	0.129	0.094	-0.362
O	54.015	12.621	28.613	0.063	-0.47	0.169
O	25.345	17.248	22.88	-0.161	0.058	0.038
O	34.275	12.267	30.639	-0.571	0.023	-0.225
O	27.328	10.74	25.496	-0.097	-0.086	-0.342
O	32.174	7.731	28.492	0.451	-0.377	0.358
O	43.751	22.239	32.289	0.272	-0.184	0.239
O	48.362	21.337	30.077	-0.428	0.131	0.013
O	41.627	8.817	27.259	0.016	0.214	-0.149
O	41.349	19.774	25.19	0.094	-0.003	-0.221
O	38.977	14.404	31.707	-0.118	0.203	-0.12
O	46.262	7.996	32.88	0.018	-0.163	-0.295
O	42.328	14.268	29.941	-0.323	-0.26	0.105
O	37.704	22.104	29.626	0.187	0.103	-0.373
O	41.814	23.558	31.601	-0.022	0.354	-0.363
O	38.831	12.88	29.404	0.25	0.136	-0.301
O	33.025	19.456	22.085	-0.192	-0.055	0.576
O	56.882	18.424	29.465	0.107	0.206	0.563
O	37.353	17.597	31.944	0.104	-0.473	-0.534
O	53.236	17.522	31.773	0.445	-0.316	-0.337
O	52.722	16.52	26.617	0.321	0.231	-0.194
O	44.014	7.898	27.873	-0.052	-0.63	-0.164
O	36.992	20.526	27.658	-0.232	-0.335	0.015
O	29.674	12.052	25.268	0.047	-0.587	-0.486
O	49.884	20.749	32.119	-0.09	-0.119	-0.242
O	39.772	17.721	24.508	-0.717	-0.224	0.351
O	39.412	22.798	31.412	0.129	-0.07	0.533
O	64.171	14.055	29.447	0.386	0.004	-0.09
O	56.992	16.342	25.326	-0.085	0.163	0.013
O	32.762	21.142	25.259	0.464	0.018	0.086
O	31.948	12.476	22.732	0.212	-0.383	0.328
O	44.642	9.998	32.067	-0.181	0.099	0.201
O	66.233	9.266	31.66	-0.286	0.537	-0.151
O	39.381	20.061	23.405	-0.21	0.043	0.104
O	31.965	9.719	26.855	-0.483	0.033	-0.511
O	34.014	20.646	31.905	0.01	0.434	-0.04
O	42.393	14.874	27.45	-0.071	-0.512	-0.025
O	42.181	11.164	32.531	0.676	-0.026	-0.337
O	55.535	16.418	30.231	-0.282	0.169	0.201
O	48.345	22.898	32.111	0.197	0.292	-0.459
O	44.425	9.187	23.201	-0.131	0.098	0.308
O	34.203	8.391	26.955	0.097	-0.089	-0.26
O	58.154	17.429	27.396	0.541	-0.078	-0.077
O	33.801	11.483	27.462	0.056	0.176	0.321
O	38.638	8.991	22.511	0.126	-0.122	0.137
O	46.06	21.942	25.393	-0.024	-0.315	0.667
O	28.738	20.746	23.297	0.422	-0.232	0.082
O	47.967	12.21	31.569	0.294	-0.293	-0.214
O	48.181	19.247	25.559	0.093	-0.153	0.005
O	36.079	10.349	27.013	0.649	0.017	0.059
O	44.169	14.431	31.766	-0.04	0.187	-0.238
O	40.223	11.271	30.742	-0.182	0.617	0.318
O	55.186	19.391	25.225	-0.161	-0.179	0.343
O	33.561	14.83	27.065	-0.085	-0.163	-0.386
O	45.192	23.358	30.158	0.399	0.169	0.228
O	49.315	19.043	29.267	0.27	0.02	0.165
O	48.646	21.9	25.201	0.348	0.079	-0.269
O	43.554	21.145	25.342	-0.363	0.233	0.187
O	33.622	14.487	23.129	0.16	-0.054	0.317
O	26.403	12.419	22.996	0.295	-0.273	0.373
O	38.098	13.666	22.239	-0.129	0.064	0.478
O	39.084	8.082	27.396	-0.205	-0.022	0.241
O	36.397	11.901	22.989	0.119	0.212	0.341
O	28.237	12.041	27.5	-0.324	0.001	0.131
O	24.554	16.571	25.242	-0.526	0.396	0.209
O	60.882	17.353	27.554	-0.438	-0.082	0.131
O	61.907	16.363	25.376	-0.43	0.01	-0.535
O	35.68	13.083	26.949	0.48	0.179	-0.255
O	17.303	11.888	31.438	-0.003	-0.123	-0.034
O	36.557	9.538	24.074	-0.113	-0.045	0.512
O	38.852	19.847	31.826	-0.199	0.519	-0.266
O	23.363	15.5	23.087	-0.198	0.22	0.479
O	37.098	19.49	30.041	-0.451	-0.198	-0.106
O	71.861	11.893	27.753	0.137	-0.008	-0.448
O	46.798	16.993	29.824	-0.329	-0.062	0.079
O	48.957	14.599	27.099	0.06	-0.241	0.619
O	38.12	17.148	27.71	0.213	0.255	-0.324
O	51.621	17.908	29.733	0.093	-0.008	0.056
O	13.714	18.599	27.121	-0.265	0.228	-0.481
O	67.925	18.417	25.541	0.064	0.416	-0.043
O	44.861	14.143	29.231	0.095	0.588	-0.105
O	42.103	19.311	29.83	-0.673	-0.025	0.239
O	28.592	6.983	23.865	0.516	0.29	-0.199
O	22.788	10.433	25.377	0.06	0.407	-0.354
O	52.835	20.193	24.44	0.053	0.403	0.193
O	29.279	13.654	29.214	0.175	0.162	0.421
O	34.887	14.377	29.173	-0.401	0.521	0.095
O	66.162	17.259	23.289	0.562	-0.191	-0.613
O	35.543	9.935	30.823	-0.383	-0.134	0.132
O	38.641	8.078	24.839	0.411	0.266	0.04
O	62.205	15.765	29.203	-0.179	-0.414	0.017
O	32.706	8.29	22.21	-0.071	0.17	0.314
O	15.957	11.718	27.289	0.463	0.163	-0.181
O	38.877	19.657	25.992	0.22	-0.17	0.551
O	31.364	15.152	28.628	0.124	-0.171	0.636
O	44.659	14.021	23.101	-0.103	-0.039	0.241
O	51.613	14.15	27.191	0.005	-0.237	0.2
O	51.742	16.31	22.389	0.04	-0.015	0.286
O	57.019	5.492	22.102	0.001	0.171	0.535
O	52.928	7.261	29.574	-0.194	0.195	0.15
O	60.019	22.084	28.746	0.247	0.087	0.597
O	53.461	15.178	28.788	0.177	0.484	0.118
O	33.833	19.152	29.758	-0.189	-0.523	0.299
O	56.832	18.731	32.992	0.164	-0.196	-0.33
O	50.666	10.146	22.931	-0.14	0.175	0.363
O	52.799	19.981	30.896	-0.67	0.281	0.19
O	42.228	7.697	22.953	-0.196	0.396	0.103
O	66.162	10.696	26.745	-0.065	-0.648	-0.021
O	51.842	5.466	22.124	0.001	0.143	0.305
O	49.054	8.2	22.258	0.044	-0.17	0.573
O	56.722	13.413	33.15	-0.134	-0.224	-0.102
O	46.27	10.852	22.304	-0.047	0.032	0.246
O	54.01	6.867	22.636	0.323	-0.169	-0.034
O	61.103	19.642	32.013	-0.085	0.045	-0.395
O	42.608	17.419	31.674	0.158	-0.194	-0.18
O	56.041	12.521	26.929	0.058	-0.521	-0.342
O	57.19	10.824	22.308	-0.047	-0.048	0.38
O	48.498	20.859	27.57	-0.043	0.399	0.15
O	55.122	8.612	32.239	-0.507	-0.316	-0.131
O	57.773	6.644	27.805	-0.271	-0.139	0.294
O	50.355	14.245	31.904	-0.519	0.469	-0.293
O	55.073	20.437	32.159	0.359	0.255	-0.228
O	43.482	18.951	22.272	-0.062	0.231	0.485
O	62.165	13.488	32.644	0.012	0.09	-0.222
O	51.544	9.053	30.672	0.466	0.148	0.189
O	53.225	22.305	32.177	0.15	0.242	-0.313
O	46.187	16.097	22.349	0.213	-0.036	0.513
O	8.945	20.845	30.46	0.197	-0.368	0.379
O	58.69	17.158	32.094	0.366	0.179	-0.33
O	27.372	18.162	28.156	-0.216	0.3	-0.148
O	27.484	21.592	25.508	-0.53	-0.136	-0.05
O	44.035	5.183	0.025	0.14	0.125	-0.568
O	64.535	8.186	30.015	-0.257	-0.01	0.375
O	50.554	15.734	25.444	-0.096	0.001	-0.675
O	55.676	16.879	27.647	-0.567	-0.136	-0.151
O	49.998	13.176	25.152	0.371	-0.389	0.073
O	62.993	17.719	32.031	-0.293	-0.277	-0.3
O	63.683	15.304	27.073	0.336	-0.07	0.018
O	64.949	16.049	32.707	0.069	0.069	-0.511
O	55.095	13.915	30.536	0.223	-0.424	-0.039
O	67.869	7.812	32.909	0.292	-0.11	-0.208
O	47.263	6.676	23.31	-0.28	-0.074	0.027
O	53.93	10.849	33.044	-0.077	-0.003	-0.357
O	44.802	11.889	24.807	0.154	-0.084	-0.311
O	41.83	17.086	23.028	0.259	0.119	0.163
O	50.994	11.596	31.3	0.182	-0.042	0.435
O	61.582	18.219	29.9	0.098	0.393	-0.114
O	24.475	19.213	28.847	-0.253	0.23	0.024
O	59.328	21.475	32.738	-0.086	-0.212	-0.28
O	63.392	19.946	30.781	-0.066	-0.034	-0.532
O	54.166	18.365	29.355	-0.199	0.079	-0.564
O	57.607	15.054	30.987	-0.002	-0.209	-0.037
O	53.1	9.223	23.063	-0.13	-0.082	-0.38
O	62.095	7.99	32.698	0.013	0.135	-0.521
O	62.774	18.687	26.235	0.568	-0.188	-0.081
O	54.545	21.64	29.928	0.374	-0.564	-0.433
O	45.215	12.316	27.365	-0.169	0.126	0.017
O	59.979	12.647	29.74	0.308	0.65	0.377
O	50.562	20.396	25.913	0.2	0.345	0.568
O	50.429	19.968	23.31	-0.442	-0.16	0.037
O	57.429	12.75	29.186	-0.56	0.298	0.119
O	57.35	14.804	27.453	0.039	0.155	-0.011
O	45.733	18.2	25.21	-0.13	0.387	-0.57
O	59.839	8.196	27.54	-0.235	0.144	-0.507
O	55.668	7.63	29.977	0.367	0.102	-0.207
O	43.755	10.293	26.678	-0.269	0.514	0.218
O	65.308	21.066	32.313	-0.117	0.48	0.204
O	19.869	17.663	27.321	-0.047	0.38	-0.175
O	57.464	9.103	31.534	-0.14	0.302	0.242
O	59.533	20.811	26.457	-0.024	0.28	-0.288
O	30.796	20.273	30.825	0.252	-0.09	-0.202
O	47.697	14.358	24.802	-0.48	0.101	-0.331
O	48.234	12.396	23.171	0.018	-0.361	0.559
O	60.109	9.474	31.754	0.288	0.454	-0.27
O	64.11	12.216	31.475	0.428	-0.131	-0.097
O	58.604	12.486	26.875	-0.2	-0.403	-0.296
O	59.684	16.356	29.765	-0.242	-0.114	-0.425
O	51.43	18.803	33.054	-0.121	-0.009	-0.11
O	57.094	22.983	32.112	-0.328	-0.252	-0.349
O	58.312	12.074	31.708	0.057	-0.04	-0.182
O	42.674	12.295	23.228	-0.18	0.05	0.278
O	63.398	22.482	31.575	-0.35	0.063	-0.362
O	55.634	8.894	23.179	0.173	0.031	0.644
O	43.428	18.748	26.405	-0.09	-0.08	0.354
O	58.627	10.438	29.735	-0.231	-0.059	-0.415
O	62.726	21.153	25.299	0.243	-0.047	-0.011
O	12.181	22.555	28.314	0.565	-0.324	0.318
O	55.346	15.458	32.55	-0.284	0.427	0.009
O	33.689	10.203	32.474	-0.683	0.026	-0.091
O	54.114	14.197	26.462	0.407	0.117	-0.608
O	42.45	9.807	30.516	-0.206	-0.568	-0.467
O	64.296	15.757	24.492	-0.209	0.099	-0.02
O	60.13	14.996	31.949	0.102	-0.165	-0.351
O	56.507	21.731	25.727	-0.414	0.179	-0.172
O	33.181	17.024	28.502	-0.16	0.064	0.55
O	13.958	10.159	27.579	-0.303	0.222	0.353
O	69.106	9.699	24.185	-0.127	0.102	0.537
O	32.17	10.854	29.331	0.537	0.187	0.21
O	36.539	20.354	25.094	-0.279	0.409	-0.194
O	44.012	16.284	25.867	0.176	-0.213	-0.316
O	15.747	15.763	29.402	0.178	-0.228	0.583
O	40.455	8.096	29.539	-0.173	0.253	0.072
O	54.403	13.6	22.339	-0.135	0.095	0.566
O	11.214	12.985	29.974	-0.029	0.442	0.403
O	52.681	11.807	23.227	-0.119	0.198	0.462
O	43.244	8.131	25.348	0.123	-0.127	0.135
O	70.986	8.26	25.052	-0.057	0.368	0.405
O	28.834	15.97	28.133	-0.151	-0.029	0.361
O	59.002	7.807	29.958	0.006	-0.489	0.266
O	68.213	21.418	28.743	-0.498	-0.104	0.086
O	47.395	7.887	25.681	0.143	0.047	-0.154
O	53.774	9.201	27.069	0.14	0.164	0.512
O	47.724	14.725	30.719	-0.376	0.038	0.332
O	11.416	13.179	25.191	-0.103	0.303	0.266
O	39.809	15.401	23.228	-0.154	-0.223	0.503
O	46.598	8.311	28.181	0.294	-0.375	0.207
O	47.677	16.681	25.968	0.113	0.171	0.156
O	43.178	13.874	25.237	-0.271	-0.085	0.442
O	64.347	20.65	27.279	0.398	-0.225	-0.331
O	33.48	19.338	27.167	0.012	0.435	0.195
O	51.342	18.129	24.988	0.143	-0.276	-0.315
O	43.911	12.053	30.475	-0.106	0.089	0.108
O	7.759	20.367	28.24	-0.178	0.618	0.143
O	62.477	12.058	29.475	-0.203	-0.198	0.187
O	13.14	18.343	29.693	-0.089	0	-0.222
O	50.543	22.821	30.592	-0.063	-0.343	-0.016
O	53.527	11.626	26.342	-0.158	-0.073	-0.33
O	44.442	6.605	23.609	0.025	0.062	-0.447
O	47.744	17.79	23.486	0.484	0.288	0.013
O	65.38	18.672	25.25	-0.58	0.249	0.543
O	8.188	15.892	25.407	0.052	0.244	0.207
O	24.84	16.884	27.806	0.203	-0.098	0.267
O	56.272	8.041	26.218	0.244	0.451	-0.178
O	20.87	17.848	29.701	-0.182	0.094	0.164
O	17.589	20.452	28.101	-0.028	-0.713	-0.13
O	12.837	8.611	29.696	0.496	-0.245	0.096
O	56.823	19.752	27.35	-0.552	0.171	0.253
O	36.477	17.782	25.702	0.148	-0.226	-0.238
O	37.568	8.19	30.902	-0.009	0.122	0.51
O	20.822	9.402	23.852	-0.295	-0.452	-0.179
O	69.23	11.682	28.13	-0.107	-0.259	-0.285
O	17.968	14.374	31.769	0.219	0.299	-0.493
O	31.058	14.861	23.281	-0.32	-0.122	-0.173
O	26.678	19.577	30.163	-0.152	0.01	0.623
O	24.725	12.146	30.721	-0.482	-0.425	0.148
O	16.915	21.669	30.359	0.048	0.294	-0.165
O	36.628	7.774	26.417	-0.184	-0.137	-0.149
O	65.065	21.524	29.684	0.432	-0.135	0.018
O	70.512	9.531	27.537	-0.053	-0.067	-0.707
O	29.976	14.233	26.626	-0.16	0.147	-0.524
O	44.873	9.678	29.561	0.362	0.248	-0.129
O	57.784	19.44	25.007	0.081	-0.374	-0.207
O	55.008	20.253	22.823	-0.054	0.133	0.142
O	35.578	17.977	28.133	0.195	0.169	0.297

Results
total energy: -406613.413 eV
total energy less fixed offsets of O -438.35, Si -107.03 eV per atom: -0.613 eV
